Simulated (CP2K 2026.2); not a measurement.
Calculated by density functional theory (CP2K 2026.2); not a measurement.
Periodic cell of 3456 atoms, Si2304O1152, from a study of silicon, its oxide and their interface. The atomic structure is a simulated model.
Doubt: the forces sum to 7.04 eV/angstrom along one axis rather than to zero, so they err by at least 0.0020 eV/angstrom per atom on average; the grid cutoff is modest.

Settings
functional: PBE
method: Gaussian and plane waves
basis set: DZVP-MOLOPT-SR-GTH
pseudopotentials: GTH-PBE
grid cutoff: 300 Ry, relative cutoff 40 Ry
k points: Gamma only
occupations: fixed
spin: none
net charge: 0

Cell vectors (angstrom)
a	130.56	0	0
b	0	16.32	0
c	-2.3497	-3.8706	27.9837

Atoms: element, x, y, z (angstrom)
Si	1.536	-1.702	-0.565
Si	4.502	1.025	-0.663
Si	1.031	4.22	-0.297
Si	4.21	6.401	-0.496
Si	0.894	-6.886	-0.314
Si	3.744	-3.943	-0.496
Si	6.617	-1.312	-0.496
Si	9.866	0.864	-0.88
Si	6.649	4.35	-0.529
Si	9.503	6.901	-0.323
Si	7.159	9.065	-0.577
Si	9.839	12.032	-0.464
Si	12.015	-1.394	-0.452
Si	15.13	1.236	-0.331
Si	12.944	3.485	-0.775
Si	15.196	6.549	-0.588
Si	11.914	9.658	-0.496
Si	15.207	-4.336	-0.596
Si	2.76	-0.078	0.651
Si	5.566	2.614	0.706
Si	2.698	5.304	0.917
Si	5.421	8.045	0.689
Si	2.616	-5.612	0.747
Si	5.379	-2.843	0.794
Si	8.254	-0.103	0.657
Si	11.051	2.519	0.43
Si	8.277	5.293	0.835
Si	10.924	8.142	0.997
Si	8.186	10.784	0.697
Si	10.89	-2.815	0.979
Si	13.652	-0.189	0.774
Si	16.472	2.706	0.857
Si	13.673	5.277	0.667
Si	16.371	-8.15	0.688
Si	13.645	-5.55	0.687
Si	16.388	-2.653	0.593
Si	1.381	1.186	2.136
Si	4.121	3.877	2.136
Si	1.413	6.644	2.376
Si	4.072	9.39	2.085
Si	1.317	-4.252	2.202
Si	4.065	-1.437	2.135
Si	6.925	1.257	2.072
Si	9.688	3.84	1.98
Si	6.825	6.691	2.116
Si	9.485	9.479	2.232
Si	6.781	12.087	2.083
Si	9.471	-1.448	2.181
Si	12.263	1.228	2.042
Si	15.031	4.04	2.15
Si	12.32	6.631	2.095
Si	14.983	-6.885	2.092
Si	12.335	-4.21	2.159
Si	15.029	-1.489	2.132
Si	0.04	-0.159	3.559
Si	2.755	2.532	3.512
Si	0.021	5.272	3.678
Si	2.807	8.045	3.586
Si	-0.053	-5.577	3.611
Si	2.729	-2.859	3.512
Si	5.506	-0.111	3.447
Si	8.291	2.576	3.437
Si	5.487	5.286	3.473
Si	8.152	8.035	3.522
Si	5.448	10.723	3.471
Si	8.128	-2.867	3.482
Si	10.905	-0.101	3.469
Si	13.62	2.621	3.432
Si	10.935	5.264	3.42
Si	13.656	-8.286	3.454
Si	10.923	-5.523	3.525
Si	13.679	-2.841	3.508
Si	1.511	-1.552	10.386
Si	4.21	1.165	10.354
Si	1.549	3.905	10.35
Si	4.18	6.518	10.361
Si	1.455	9.285	10.324
Si	4.184	-4.312	10.331
Si	6.874	-1.526	10.297
Si	9.515	1.183	10.4
Si	6.89	3.845	10.386
Si	9.536	6.576	10.35
Si	6.863	9.289	10.321
Si	9.582	-4.298	10.286
Si	12.222	-1.509	10.289
Si	14.929	1.287	10.262
Si	12.227	3.952	10.343
Si	14.912	-9.622	10.377
Si	12.267	-6.951	10.304
Si	14.895	-4.19	10.322
Si	2.914	-0.221	11.733
Si	5.558	2.468	11.777
Si	2.878	5.172	11.826
Si	5.547	7.866	11.683
Si	2.849	-5.747	11.65
Si	5.568	-2.932	11.632
Si	8.137	-0.2	11.78
Si	10.855	2.611	11.722
Si	8.208	5.197	11.789
Si	10.95	7.934	11.628
Si	8.237	10.641	11.658
Si	10.944	-2.954	11.656
Si	13.537	-0.052	11.583
Si	16.251	2.661	11.636
Si	13.596	5.264	11.747
Si	16.229	-8.206	11.746
Si	13.57	-5.581	11.729
Si	16.24	-2.753	11.604
Si	1.585	1.179	13.061
Si	4.248	3.753	13.231
Si	1.491	6.596	13.11
Si	4.13	-7.196	13.025
Si	1.491	-4.357	12.926
Si	4.308	-1.596	13.072
Si	6.788	1.121	13.29
Si	9.551	3.877	13.233
Si	6.818	6.52	13.155
Si	9.596	9.229	12.979
Si	6.846	-4.335	12.99
Si	9.52	-1.682	12.967
Si	12.224	1.255	13.023
Si	14.922	3.866	13.138
Si	12.25	6.627	13.093
Si	14.922	-6.85	13.183
Si	12.257	-4.252	13.156
Si	14.888	-1.358	12.92
Si	0.218	-0.081	14.446
Si	2.951	2.301	14.61
Si	0.168	5.227	14.441
Si	2.858	7.799	14.564
Si	0.289	-5.6	14.499
Si	2.876	-3.031	14.185
Si	5.518	-0.384	14.734
Si	8.151	2.526	14.655
Si	5.485	5.181	14.653
Si	8.315	7.841	14.384
Si	5.499	-5.805	14.237
Si	8.258	-3.098	14.39
Si	10.81	-0.174	14.184
Si	13.549	2.479	14.546
Si	10.973	5.273	14.56
Si	13.637	7.932	14.477
Si	10.879	10.535	14.425
Si	13.663	-2.691	14.366
Si	1.569	-1.637	15.477
Si	3.747	0.493	16.105
Si	1.569	3.832	15.675
Si	3.769	6.114	16.035
Si	1.808	-6.862	15.819
Si	3.949	-4.63	15.469
Si	7.304	-1.559	15.837
Si	9.376	0.833	15.694
Si	7.136	4.207	16.044
Si	9.46	6.427	15.934
Si	6.957	-7.051	15.551
Si	9.145	-4.865	15.697
Si	11.972	-1.594	15.55
Si	14.926	1.137	15.956
Si	12.527	4.116	15.897
Si	14.739	6.36	15.862
Si	12.387	9.34	15.811
Si	15.426	-3.433	15.741
Si	-1.57	-6.698	20.03
Si	4.006	1.468	19.145
Si	7.364	3.825	-3.542
Si	11.182	2.16	17.982
Si	-1.955	-1.871	-4.559
Si	1.847	-4.664	19.621
Si	8.148	-2.984	-2.67
Si	12.313	3.638	-3.764
Si	8.074	-7.388	-3.405
Si	10.9	-8.323	18.291
Si	6.046	-6.267	19.649
Si	5.729	7.54	17.999
Si	15.939	-7.415	-5.521
Si	13.12	-0.193	18.103
Si	12.112	6.277	-4.903
Si	10.287	-3.216	20.181
Si	13.639	-4.859	17.545
Si	13.526	-2.911	-2.724
Si	15.631	1.494	-7.517
Si	3.513	5.391	-7.462
Si	6.542	-2.023	18.672
Si	14.803	-5.025	-7.032
Si	1.58	5.848	20.022
Si	1.419	-4.577	-4.096
Si	10.82	-3.49	17.475
Si	14.93	2.254	-4.65
Si	-1.404	0.998	18.962
Si	6.611	6.669	-4.707
Si	9.146	-6.242	19.953
Si	14.272	-0.787	-4.547
Si	10.156	1.861	-6.666
Si	10.848	7.988	-2.652
Si	14.97	6.576	-3.65
Si	17.969	-4.973	-7.332
Si	19.627	-1.946	-2.599
Si	7.488	-2.445	-5.386
Si	6.779	-5.013	-4.319
Si	2.772	-8.239	-5.914
Si	4.95	1.972	-3.596
Si	9.75	2.044	-3.769
Si	0.871	4.631	-3.152
Si	4.192	-5.609	-2.988
Si	4.871	-0.714	-5.346
Si	19.074	3.35	-5.754
Si	4.441	-3.87	18.256
Si	12.829	-2.99	-5.547
Si	0.989	-7.568	18.807
Si	6.796	0.518	20.009
Si	8.914	2.926	20.052
Si	20.646	7.736	-3.526
Si	6.556	7.988	-7.697
Si	6.841	4.859	18.955
Si	1.048	1.046	-5.131
Si	16.919	-1.73	-5.37
Si	17.42	-0.891	-0.702
Si	20.925	1.104	-0.202
Si	17.505	4.307	-0.578
Si	20.77	6.581	-0.593
Si	17.508	-6.542	-0.641
Si	21.025	-3.902	-0.499
Si	23.146	-1.167	-0.104
Si	26.297	1.145	-0.248
Si	22.986	4.311	-0.336
Si	25.885	6.978	-0.112
Si	23.706	-7.08	-0.477
Si	26.185	-4.565	-0.285
Si	28.41	-1.214	-0.272
Si	31.119	1.706	-0.137
Si	29.156	4.154	-0.086
Si	31.826	6.612	0.141
Si	28.358	-6.862	-0.137
Si	31.993	-4.579	-0.08
Si	19.088	0.009	0.794
Si	21.932	2.752	1.052
Si	19.148	5.43	0.699
Si	21.908	-8.132	0.71
Si	19.332	-5.422	0.519
Si	21.926	-2.655	1.202
Si	24.72	0.034	1.087
Si	27.419	2.838	0.973
Si	24.614	5.377	0.989
Si	27.243	-8.182	1.393
Si	24.629	-5.574	1.096
Si	27.298	-2.847	0.986
Si	30.001	-0.006	1.067
Si	32.687	2.727	1.357
Si	30.201	5.516	1.443
Si	32.752	-8.16	1.614
Si	30.093	-5.591	1.006
Si	32.776	-2.848	1.385
Si	17.799	1.354	2.217
Si	20.425	4.1	2.223
Si	17.755	6.8	2.053
Si	20.502	-6.798	2.068
Si	17.842	-4.065	1.916
Si	20.37	-1.337	2.298
Si	23.296	1.391	2.391
Si	25.969	4.061	2.385
Si	23.194	6.82	2.23
Si	25.873	-6.813	2.637
Si	23.262	-4.143	2.387
Si	25.969	-1.455	2.406
Si	28.65	1.386	2.449
Si	31.421	4.085	2.81
Si	28.682	6.814	2.652
Si	31.253	-6.787	2.704
Si	28.728	-4.13	2.378
Si	31.341	-1.351	2.521
Si	16.355	-0.057	3.477
Si	19.101	2.717	3.591
Si	16.39	5.435	3.464
Si	19.11	-8.167	3.44
Si	16.412	-5.453	3.34
Si	19.03	-2.786	3.533
Si	21.802	0.018	3.619
Si	24.597	2.736	3.77
Si	21.796	5.465	3.58
Si	24.455	-8.23	3.795
Si	21.792	-5.508	3.595
Si	24.57	-2.761	3.759
Si	27.273	-0.02	3.777
Si	29.944	2.694	3.968
Si	27.25	5.407	3.851
Si	29.934	-8.136	4.069
Si	27.31	-5.405	3.836
Si	29.963	-2.721	3.864
Si	17.622	-1.398	10.294
Si	20.261	1.319	10.336
Si	17.601	4.057	10.328
Si	20.257	-9.592	10.406
Si	17.575	-6.885	10.328
Si	20.304	-4.122	10.342
Si	22.99	-1.358	10.349
Si	25.653	1.383	10.575
Si	22.976	4.058	10.484
Si	25.672	-9.516	10.576
Si	22.987	-6.798	10.472
Si	25.661	-4.121	10.536
Si	28.369	-1.344	10.625
Si	31.119	1.411	10.791
Si	28.396	4.131	10.686
Si	31.09	-9.494	10.929
Si	28.384	-6.825	10.706
Si	31.097	-4.089	10.837
Si	18.934	-0.049	11.716
Si	21.55	2.676	11.74
Si	18.9	5.373	11.794
Si	21.577	-8.182	11.724
Si	18.919	-5.504	11.646
Si	21.66	-2.737	11.663
Si	24.218	-0.013	11.817
Si	26.951	2.803	11.946
Si	24.294	5.433	11.88
Si	26.959	-8.162	12.012
Si	24.314	-5.477	11.922
Si	26.991	-2.757	11.888
Si	29.628	0.069	12.007
Si	32.445	2.755	12.225
Si	29.666	5.434	12.205
Si	32.393	-8.172	12.433
Si	29.728	-5.522	12.127
Si	32.411	-2.705	12.207
Si	17.573	1.365	13.033
Si	20.23	3.973	13.169
Si	17.527	-9.567	13.136
Si	20.21	-6.851	13.059
Si	17.574	-4.116	12.946
Si	20.326	-1.428	13.029
Si	22.785	1.307	13.166
Si	25.572	4.105	13.344
Si	22.89	-9.495	13.122
Si	25.61	-6.831	13.406
Si	22.923	-4.03	13.136
Si	25.588	-1.371	13.128
Si	28.246	1.461	13.318
Si	31.022	4.028	13.564
Si	28.187	-9.525	13.468
Si	30.923	-6.829	13.731
Si	28.268	-4.153	13.289
Si	30.93	-1.31	13.339
Si	16.188	0.007	14.308
Si	18.894	2.563	14.563
Si	16.258	5.271	14.485
Si	18.838	-8.129	14.481
Si	16.241	-5.29	14.456
Si	18.962	-2.81	14.281
Si	21.492	-0.114	14.573
Si	24.086	2.702	14.502
Si	21.558	5.449	14.429
Si	24.087	-8.187	14.652
Si	21.489	-5.401	14.369
Si	24.299	-2.703	14.525
Si	26.767	0.1	14.477
Si	29.539	2.712	14.839
Si	26.761	5.515	14.864
Si	29.438	-8.256	14.986
Si	26.989	-5.424	14.773
Si	29.522	-2.731	14.576
Si	17.651	-1.339	15.44
Si	19.812	0.844	15.925
Si	17.891	4.256	15.826
Si	20.039	-9.697	15.726
Si	17.725	-6.481	15.758
Si	19.957	-4.333	15.755
Si	23.137	-1.2	15.847
Si	25.168	1.162	15.831
Si	22.905	4.198	15.845
Si	24.96	-9.777	16.138
Si	22.974	-6.441	15.785
Si	25.348	-4.253	15.949
Si	28.176	-1.226	15.682
Si	30.478	0.938	16.094
Si	28.387	4.347	16.071
Si	30.66	-9.852	16.248
Si	28.016	-6.865	16.35
Si	30.863	-3.73	16.192
Si	20.509	-0.564	-7.474
Si	21.147	2.663	18.092
Si	24.043	4.198	-3.172
Si	29.369	0.81	18.734
Si	18	-8.139	-7.505
Si	19.766	-1.851	20.011
Si	22.044	2.605	-4.978
Si	31.626	2.778	-5.098
Si	23.465	-7.083	-3.542
Si	25.53	-7.649	18.318
Si	22.793	-2.875	-7.541
Si	19.544	7.294	18.51
Si	32.622	5.472	-4.946
Si	26.484	-2.435	18.123
Si	28.015	5.931	-4.535
Si	28.187	-1.507	20.206
Si	29.849	-5.365	18.386
Si	28.342	6.763	-1.766
Si	34.528	3.26	-4.694
Si	17.996	0.73	19.907
Si	22.84	-5.938	18.602
Si	29.236	-4.656	-6.912
Si	20.234	4.673	19.989
Si	18.499	-3.874	-4.508
Si	30.658	-1.934	-6.834
Si	33.024	0.241	-2.059
Si	16.571	2.788	18.006
Si	24.897	6.69	-4.428
Si	26.999	-3.853	-5.083
Si	28.69	-2.389	-3.24
Si	27.006	1.495	-5.675
Si	28.915	2.886	-4.015
Si	32.201	7.29	-2.727
Si	31.348	7.01	19.213
Si	32.8	-1.512	-4.594
Si	23.904	-4.346	-4.894
Si	23.736	-3.483	-1.949
Si	20.657	6.961	-6.313
Si	20.682	0.853	-3.043
Si	26.326	2.329	-2.981
Si	17.024	4.095	-3.54
Si	18.239	-6.626	-3.562
Si	18.841	0.561	-5.189
Si	38.923	2.832	-5.874
Si	21.802	-3.074	18.011
Si	27.938	-1.209	-5.834
Si	16.619	7.924	17.885
Si	25.377	-0.573	20.119
Si	27.76	6.31	-7.453
Si	37.699	-7.562	-3.305
Si	26.944	2.449	18.016
Si	24.861	6.999	-7.387
Si	15.23	-4.89	19.902
Si	31.502	-3.75	-3.074
Si	34.268	-1.588	0.118
Si	37.151	1.251	0.067
Si	33.942	4.353	0.267
Si	36.31	7.329	0.408
Si	34.163	-6.729	0.51
Si	36.452	-3.772	0.121
Si	39.353	-1.03	-0.077
Si	42.027	2.121	-0.057
Si	39.733	4.308	0.129
Si	41.964	7.388	0.322
Si	39.598	-6.929	0.566
Si	42.382	-4.048	0.538
Si	45.22	-1.799	0.531
Si	47.257	1.517	0.265
Si	45.108	3.884	0.328
Si	47.816	6.582	0.158
Si	44.668	-6.204	0.456
Si	47.556	-3.837	0.83
Si	35.466	0.084	1.312
Si	38.197	2.932	1.367
Si	35.352	5.6	1.64
Si	38.032	-8.103	1.77
Si	35.481	-5.257	1.671
Si	38.143	-2.588	1.324
Si	40.956	0.233	1.167
Si	43.474	2.891	1.646
Si	40.896	5.687	1.598
Si	43.567	-7.912	1.651
Si	40.741	-5.243	1.68
Si	43.596	-2.671	1.944
Si	46.131	0.049	1.669
Si	48.871	2.672	1.573
Si	46.148	5.595	1.511
Si	48.861	-7.842	1.271
Si	46.15	-5.246	1.973
Si	48.959	-2.442	1.98
Si	34.073	1.391	2.691
Si	36.791	4.18	2.818
Si	34.034	6.863	3.042
Si	36.781	-6.627	3.042
Si	34.047	-3.986	2.958
Si	36.785	-1.247	2.752
Si	39.557	1.516	2.715
Si	42.181	4.297	2.987
Si	39.429	6.858	3.031
Si	42.149	-6.597	3.029
Si	39.36	-3.871	2.911
Si	42.131	-1.103	2.848
Si	44.755	1.445	2.988
Si	47.526	4.19	2.892
Si	44.847	6.939	2.946
Si	47.58	-6.737	2.996
Si	44.842	-3.953	3.373
Si	47.518	-1.106	3.184
Si	32.666	0.007	3.988
Si	35.378	2.787	4.109
Si	32.67	5.443	4.253
Si	35.38	-8.034	4.318
Si	32.614	-5.425	4.122
Si	35.416	-2.566	4.202
Si	38.133	0.149	4.112
Si	40.785	2.865	4.24
Si	38.063	5.481	4.316
Si	40.769	-8.011	4.339
Si	38.095	-5.244	4.354
Si	40.752	-2.501	4.224
Si	43.413	0.146	4.372
Si	46.156	2.867	4.294
Si	43.505	5.626	4.364
Si	46.204	-8.068	4.356
Si	43.418	-5.336	4.536
Si	46.214	-2.511	4.556
Si	33.809	-1.291	10.935
Si	36.549	1.484	11.079
Si	33.832	4.177	10.968
Si	36.534	-9.399	11.024
Si	33.764	-6.778	11.035
Si	36.522	-4.01	11.078
Si	39.223	-1.224	11.121
Si	42.008	1.533	11.134
Si	39.299	4.218	11.098
Si	42.031	-9.384	11.179
Si	39.281	-6.661	11.072
Si	41.994	-3.935	11.12
Si	44.741	-1.17	11.104
Si	47.431	1.541	11.169
Si	44.743	4.279	11.206
Si	47.453	-9.398	11.3
Si	44.749	-6.698	11.166
Si	47.474	-3.941	11.108
Si	35.1	0.1	12.345
Si	37.901	2.893	12.445
Si	35.128	5.59	12.373
Si	37.86	-8.002	12.378
Si	35.068	-5.37	12.4
Si	37.862	-2.634	12.467
Si	40.595	0.175	12.44
Si	43.345	2.924	12.508
Si	40.656	5.543	12.506
Si	43.371	-8.016	12.57
Si	40.632	-5.32	12.468
Si	43.379	-2.544	12.41
Si	46.028	0.211	12.514
Si	48.766	2.871	12.563
Si	46.047	5.582	12.691
Si	48.833	-8.028	12.642
Si	46.167	-5.36	12.464
Si	48.83	-2.509	12.378
Si	33.776	1.509	13.712
Si	36.535	4.34	13.741
Si	33.74	-9.549	13.89
Si	36.419	-6.736	13.765
Si	33.638	-4.034	13.752
Si	36.348	-1.314	13.727
Si	39.259	1.551	13.821
Si	42.005	4.203	13.961
Si	39.267	-9.316	13.703
Si	42.023	-6.601	13.892
Si	39.281	-3.98	13.833
Si	41.975	-1.205	13.742
Si	44.623	1.566	13.907
Si	47.368	4.089	14.002
Si	44.658	-9.336	14.052
Si	47.452	-6.675	13.98
Si	44.8	-3.93	13.665
Si	47.498	-1.158	13.716
Si	32.199	0.054	14.752
Si	35.216	2.993	15.094
Si	32.314	5.226	15.135
Si	35.108	-8.114	15.267
Si	32.215	-5.414	15.149
Si	34.94	-2.607	15.178
Si	37.803	0.059	14.912
Si	40.638	2.838	15.349
Si	37.894	5.723	15.09
Si	40.585	-7.994	15.13
Si	37.75	-5.287	15.074
Si	40.787	-2.66	15.137
Si	43.197	0.205	15.183
Si	45.96	2.749	15.45
Si	43.274	5.588	15.428
Si	46.066	-7.997	15.439
Si	43.528	-5.218	15.121
Si	46.16	-2.551	14.953
Si	33.069	-1.523	16.213
Si	36.439	1.376	16.241
Si	33.515	3.673	16.651
Si	36.836	-9.117	16.628
Si	33.939	-6.447	16.475
Si	36.167	-4.18	16.451
Si	39.319	-1.189	16.126
Si	41.505	1.013	16.722
Si	39.437	4.559	16.371
Si	41.597	-9.524	16.611
Si	38.947	-6.828	16.317
Si	42.71	-3.467	16.399
Si	44.775	-1.159	16.145
Si	46.948	0.969	16.727
Si	44.791	4.332	16.782
Si	47.105	-9.809	16.565
Si	45.052	-6.195	16.631
Si	47.263	-3.934	16.479
Si	35.548	-1.261	-6.19
Si	41.317	-8.27	-7.402
Si	43.5	5.215	-4.376
Si	41.46	-0.394	19.425
Si	31.457	-6.572	-7.228
Si	38.036	-2.593	-5.067
Si	38.128	5.272	-4.593
Si	49.027	5.356	-2.268
Si	41.285	-4.34	-4.738
Si	41.521	2.136	-7.051
Si	38.868	-5.005	-6.376
Si	41.943	-8.205	19.493
Si	53.23	-7.495	-6.526
Si	48.528	4.65	-5.279
Si	44.016	-7.086	-7.134
Si	44.057	0.535	-6.119
Si	44.781	-7.213	19.477
Si	40.352	-2.758	-6.883
Si	41.777	-3.401	19.07
Si	33.901	0.787	17.59
Si	39.944	-5.765	19.061
Si	44.061	3.644	19.818
Si	32.903	4.377	19.621
Si	32.348	-6.509	-4.239
Si	49.071	-1.81	-6.446
Si	48.501	-0.437	-1.843
Si	35.394	-0.495	19.517
Si	40.988	6.621	-4.817
Si	43.658	-6.4	-4.147
Si	43.483	-2.651	-1.69
Si	45.68	1.362	-3.851
Si	42.732	7.415	-2.658
Si	51.757	6.76	-2.523
Si	47.231	7.424	19.301
Si	47.094	-3	-3.141
Si	36.411	1.695	-6.584
Si	38.241	-5.288	-1.668
Si	32.585	7	-7.473
Si	35.264	2.501	-1.903
Si	43.926	3.154	-2.2
Si	38.134	6.263	-1.837
Si	34.774	-7.898	-3.507
Si	39.697	-2.892	-2.525
Si	50.448	2.392	-6.306
Si	37.498	-2.294	18.407
Si	44.614	-1.39	-3.952
Si	32.568	-6.618	19.213
Si	45.736	4.769	-6.603
Si	50.28	-6.457	-6.176
Si	51.488	-4.921	-2.216
Si	36.696	5.643	19.405
Si	37.536	3.122	18.501
Si	36.556	7.452	-5.691
Si	45.378	-5.131	-2.185
Si	50.415	-1.344	0.517
Si	53.514	1.137	0.163
Si	49.935	4.352	0.363
Si	53.097	6.725	0.299
Si	49.802	-5.901	0.159
Si	52.516	-3.663	0.303
Si	55.623	-1.146	0.725
Si	58.476	1.283	0.497
Si	55.464	4.645	0.296
Si	58.248	7.345	0.467
Si	55.991	-6.773	0.606
Si	57.776	-3.336	0.429
Si	60.766	-0.802	0.451
Si	63.517	1.82	0.385
Si	61.434	4.13	0.544
Si	64.144	6.671	0.779
Si	61.046	-6.803	0.338
Si	63.992	-4.059	0.543
Si	51.752	0.224	1.585
Si	54.424	2.878	1.527
Si	51.642	5.499	1.617
Si	54.24	-7.962	1.63
Si	51.449	-5.181	1.72
Si	54.194	-2.648	1.724
Si	57.047	0.192	1.979
Si	59.705	2.953	1.666
Si	57.03	5.717	1.669
Si	59.84	-8.054	1.886
Si	57.038	-5.125	1.845
Si	59.584	-2.421	1.699
Si	62.372	0.295	1.761
Si	65.199	2.873	1.722
Si	62.543	5.541	2.008
Si	65.153	-7.975	2.017
Si	62.375	-5.305	1.687
Si	65.135	-2.492	1.848
Si	50.327	1.509	2.981
Si	53.006	4.172	2.972
Si	50.228	7.051	2.79
Si	52.875	-6.601	2.991
Si	50.257	-3.88	3.247
Si	52.939	-1.183	3.073
Si	55.678	1.656	3.12
Si	58.366	4.323	3.039
Si	55.629	7.034	3.049
Si	58.477	-6.523	3.127
Si	55.567	-3.916	3.169
Si	58.382	-1.177	3.269
Si	61.041	1.636	3.144
Si	63.935	4.193	3.257
Si	61.133	6.925	3.256
Si	63.694	-6.592	3.191
Si	61.008	-3.86	2.995
Si	63.747	-1.095	3.1
Si	48.938	0.239	4.44
Si	51.612	2.899	4.372
Si	48.884	5.634	4.217
Si	51.535	-8.001	4.324
Si	48.865	-5.334	4.439
Si	51.622	-2.495	4.524
Si	54.304	0.217	4.42
Si	57.032	2.994	4.466
Si	54.301	5.607	4.375
Si	57.02	-7.916	4.408
Si	54.226	-5.295	4.46
Si	56.957	-2.541	4.523
Si	59.739	0.244	4.536
Si	62.459	2.909	4.541
Si	59.7	5.607	4.51
Si	62.433	-7.965	4.579
Si	59.77	-5.18	4.51
Si	62.391	-2.501	4.403
Si	50.214	-1.11	11.142
Si	52.851	1.596	11.254
Si	50.17	4.269	11.274
Si	52.887	-9.359	11.229
Si	50.137	-6.67	11.189
Si	52.919	-3.897	11.196
Si	55.644	-1.123	11.214
Si	58.401	1.611	11.278
Si	55.634	4.269	11.241
Si	58.392	-9.276	11.273
Si	55.648	-6.61	11.244
Si	58.404	-3.819	11.272
Si	61.155	-1.068	11.281
Si	63.862	1.575	11.179
Si	61.122	4.319	11.211
Si	63.886	-9.265	11.194
Si	61.175	-6.505	11.256
Si	63.901	-3.773	11.248
Si	51.476	0.239	12.626
Si	54.194	2.979	12.608
Si	51.53	5.635	12.653
Si	54.269	-8.007	12.558
Si	51.476	-5.258	12.475
Si	54.278	-2.505	12.533
Si	56.98	0.256	12.58
Si	59.83	2.95	12.633
Si	57.051	5.591	12.576
Si	59.795	-7.864	12.587
Si	57.023	-5.222	12.577
Si	59.781	-2.415	12.613
Si	62.513	0.319	12.658
Si	65.264	2.904	12.478
Si	62.481	5.697	12.534
Si	65.314	-7.844	12.43
Si	62.548	-5.109	12.618
Si	65.242	-2.384	12.623
Si	50.076	1.605	14.035
Si	52.883	4.327	14.071
Si	50.166	-9.387	14.068
Si	52.801	-6.641	13.803
Si	50.121	-3.842	13.779
Si	52.868	-1.191	13.881
Si	55.527	1.575	13.895
Si	58.468	4.286	13.969
Si	55.641	-9.419	13.89
Si	58.455	-6.486	13.954
Si	55.635	-3.863	13.883
Si	58.383	-1.047	13.945
Si	61.185	1.67	14.113
Si	63.849	4.252	13.781
Si	61.182	-9.205	13.928
Si	64.043	-6.461	13.846
Si	61.208	-3.682	13.995
Si	63.914	-0.923	14.065
Si	48.644	0.141	15.28
Si	51.458	3.009	15.422
Si	48.742	5.456	15.311
Si	51.587	-7.961	15.362
Si	48.816	-5.158	15.19
Si	51.436	-2.523	15.194
Si	54.177	0.169	15.262
Si	56.933	2.931	15.179
Si	54.286	5.674	15.454
Si	57.058	-8.007	15.097
Si	54.095	-5.185	15.073
Si	57.024	-2.501	15.214
Si	59.66	0.373	15.412
Si	62.626	3.071	15.457
Si	59.833	5.734	15.32
Si	62.724	-7.837	15.149
Si	59.829	-5.045	15.323
Si	62.473	-2.2	15.433
Si	50.259	-0.975	16.53
Si	52.538	1.272	16.542
Si	50.073	4.3	16.893
Si	53.336	-8.888	16.735
Si	50.397	-6.279	16.477
Si	52.572	-4.074	16.505
Si	55.737	-1.073	16.511
Si	57.811	1.318	16.602
Si	55.961	4.479	16.637
Si	58.139	-9.516	16.548
Si	55.427	-6.732	16.105
Si	58.667	-3.399	16.638
Si	60.789	-1.07	16.852
Si	64.448	2.263	16.81
Si	61.47	4.736	16.702
Si	63.852	-9.536	16.324
Si	61.324	-6.477	16.425
Si	64.161	-3.346	16.569
Si	52.989	0.978	-5.443
Si	53.228	0.682	19.32
Si	57.3	4.374	-2.212
Si	63.723	4.91	-5.623
Si	49.113	7.37	-6.72
Si	55.877	0.545	-6.46
Si	57.913	0.033	-4.354
Si	65.41	0.522	-1.624
Si	58.952	-5.393	-4.026
Si	59.458	-7.685	18.242
Si	56.622	-2.229	-5.733
Si	56.974	-7.257	-4.403
Si	68.005	-7.462	-7.347
Si	60.45	0.547	19.552
Si	61.89	5.672	-3.488
Si	65.519	-0.559	-6.336
Si	65.807	-6.456	18.934
Si	59.62	-4.831	-1.177
Si	63.023	0.168	-4.912
Si	53.158	5.624	-6.997
Si	59.062	-2.502	-7.344
Si	63.087	-6.649	-6.745
Si	51.519	6.387	18.914
Si	49.746	-3.877	-4.42
Si	64.579	7.435	19.053
Si	67.527	2.663	-1.613
Si	48.621	2.303	19.008
Si	56.486	6.036	-4.551
Si	60.964	-4.403	-6.214
Si	62.716	-2.861	-4.255
Si	60.233	0.212	-6.129
Si	59.779	5.666	-1.548
Si	62.946	-8.163	-1.747
Si	61.812	7.942	19.888
Si	64.751	-4.763	-5.249
Si	56.112	-4.676	-4.368
Si	55.325	-6.292	-2.233
Si	53.562	4.795	-4.141
Si	53.854	1.886	-2.75
Si	56.941	1.645	-2.213
Si	48.537	0.504	-4.626
Si	52.992	-7.125	-3.611
Si	51.771	-0.894	-7.382
Si	-62.382	0.041	-5.298
Si	53.836	-2.165	18.694
Si	57.321	-5.401	18.059
Si	49.686	-7.351	19.272
Si	60.508	3.008	-6.763
Si	59.962	3.686	19.367
Si	-60.952	-7.944	-2.161
Si	58.136	5.082	-7.06
Si	57.116	3.131	18.989
Si	48.789	-2.471	18.848
Si	61.951	-2.901	-1.353
Si	66.742	-1.251	0.695
Si	69.337	1.317	0.596
Si	66.349	4.53	0.508
Si	69.305	7.036	0.434
Si	66.097	-6.441	0.554
Si	68.737	-3.581	0.557
Si	71.5	-0.898	0.18
Si	75.049	1.235	0.182
Si	71.539	4.782	-0.015
Si	-55.872	7.027	0.029
Si	72.554	-6.926	-0.034
Si	-55.953	-3.727	0.06
Si	-53.286	-1.069	0.388
Si	-50.74	1.852	-0.07
Si	-53.008	4.141	0.06
Si	-50.58	7.279	0.2
Si	-52.801	-6.841	0.042
Si	-50.085	-4.054	0.187
Si	67.968	0.149	2.045
Si	70.642	3.031	1.453
Si	67.851	5.776	1.78
Si	70.756	-7.793	1.45
Si	67.741	-5.254	1.799
Si	70.575	-2.55	1.608
Si	73.299	0.157	1.383
Si	-54.523	2.958	1.426
Si	-57.216	5.601	1.349
Si	-54.356	-8.057	1.365
Si	-56.974	-5.385	1.407
Si	-54.623	-2.514	1.612
Si	-51.591	0.135	1.381
Si	-49.008	2.784	1.288
Si	-51.745	5.627	1.395
Si	-48.919	-7.993	1.427
Si	-51.775	-5.2	1.371
Si	-48.948	-2.715	1.715
Si	66.527	1.573	3.157
Si	69.292	4.317	2.947
Si	66.598	7.048	3.266
Si	69.342	-6.556	2.938
Si	66.455	-3.893	3.21
Si	69.366	-1.268	3.199
Si	72.028	1.606	2.799
Si	-55.904	4.249	2.793
Si	-58.506	7.033	2.795
Si	-55.681	-6.713	2.817
Si	-58.473	-3.974	2.772
Si	-55.951	-1.138	2.905
Si	-53.056	1.534	2.728
Si	-50.317	4.22	2.689
Si	-53.08	6.924	2.809
Si	-50.344	-6.604	2.766
Si	-53.154	-3.928	2.805
Si	-50.328	-1.221	2.848
Si	65.151	0.214	4.477
Si	67.958	2.968	4.395
Si	65.246	5.642	4.565
Si	68.043	-7.896	4.434
Si	65.105	-5.251	4.526
Si	67.927	-2.575	4.497
Si	70.744	0.233	4.325
Si	-57.173	2.891	4.222
Si	-59.858	5.68	4.244
Si	-57.106	-8.006	4.188
Si	-59.839	-5.224	4.271
Si	-57.208	-2.584	4.236
Si	-54.443	0.198	4.146
Si	-51.689	2.87	4.107
Si	-54.474	5.584	4.149
Si	-51.689	-8.018	4.133
Si	-54.399	-5.325	4.211
Si	-51.752	-2.579	4.152
Si	66.621	-1.148	11.162
Si	69.395	1.559	11.089
Si	66.637	4.287	11.142
Si	69.438	-9.321	11.103
Si	66.72	-6.526	11.132
Si	69.373	-3.915	11.092
Si	72.135	-1.185	11.037
Si	-55.696	1.514	11.001
Si	-58.398	4.287	11.086
Si	-55.714	-9.397	11.057
Si	-58.402	-6.637	11.053
Si	-55.659	-3.931	11.049
Si	-52.996	-1.241	10.98
Si	-50.314	1.439	10.941
Si	-53.041	4.178	11.006
Si	-50.334	-9.394	10.987
Si	-52.974	-6.668	11.056
Si	-50.283	-3.979	10.974
Si	68.031	0.2	12.45
Si	70.801	2.904	12.403
Si	68.048	5.657	12.428
Si	70.845	-7.994	12.455
Si	68.087	-5.237	12.57
Si	70.755	-2.543	12.372
Si	73.509	0.189	12.36
Si	-54.318	2.78	12.43
Si	-57.067	5.635	12.514
Si	-54.315	-8.074	12.395
Si	-57.032	-5.279	12.388
Si	-54.248	-2.609	12.411
Si	-51.674	0.12	12.353
Si	-48.921	2.804	12.221
Si	-51.696	5.558	12.337
Si	-48.992	-7.997	12.329
Si	-51.567	-5.321	12.424
Si	-48.991	-2.584	12.357
Si	66.651	1.54	13.811
Si	69.445	4.281	13.732
Si	66.684	-9.226	13.704
Si	69.562	-6.664	13.876
Si	66.662	-3.804	13.854
Si	69.422	-1.18	13.743
Si	72.147	1.517	13.76
Si	-55.684	4.16	13.734
Si	72.151	-9.275	13.958
Si	-55.668	-6.686	13.703
Si	72.146	-3.89	13.691
Si	74.93	-1.171	13.643
Si	-52.955	1.401	13.862
Si	-50.354	4.09	13.564
Si	-52.973	-9.418	13.818
Si	-50.233	-6.657	13.873
Si	-52.815	-3.919	13.835
Si	-50.375	-1.19	13.778
Si	65.367	0.433	15.454
Si	68.071	2.888	15.028
Si	65.286	5.668	14.891
Si	68.087	-8.025	15.153
Si	65.311	-5.087	15.298
Si	68.074	-2.444	15.149
Si	70.794	0.102	15.104
Si	73.527	2.864	15.129
Si	70.701	5.619	15.212
Si	73.625	-7.877	15.289
Si	70.978	-5.244	15.201
Si	73.545	-2.501	14.926
Si	76.214	0.012	15.221
Si	-51.527	2.789	15.151
Si	-54.318	5.427	15.113
Si	-51.571	-8.098	15.254
Si	-54.239	-5.388	14.994
Si	-51.588	-2.507	15.395
Si	66.572	-1.285	16.571
Si	69.617	1.703	16.334
Si	66.702	4.362	16.163
Si	68.927	-9.79	16.535
Si	67.093	-6.278	16.333
Si	69.321	-4.039	16.32
Si	72.462	-0.992	16.354
Si	74.63	1.25	16.424
Si	71.873	3.959	16.392
Si	74.842	-9.565	16.406
Si	72.759	-6.065	16.642
Si	74.958	-3.902	16.1
Si	77.065	-1.675	16.739
Si	-49.698	1.839	16.348
Si	-52.76	4.267	16.505
Si	-50.473	-9.901	16.385
Si	-52.852	-6.55	16.517
Si	-49.665	-3.378	16.537
Si	-60.561	-1.187	-7.255
Si	-61.173	1.552	19.465
Si	-59.485	5.906	-2.724
Si	-54.151	2.465	18.749
Si	66.554	5.519	-5.395
Si	-58.585	1.135	-7.004
Si	-56.359	1.044	-5.112
Si	-48.131	1.658	-4.596
Si	-57.219	-6.526	-2.969
Si	-53.222	-2.571	-7.271
Si	-58.265	-3.108	-7.016
Si	-60.243	6.711	19.314
Si	-50.301	7.28	-4.804
Si	-52.811	-0.29	19.569
Si	-55.412	3.789	-4.661
Si	-50.198	-1.804	-7.072
Si	-51.043	-5.148	18.351
Si	-58.34	-2.907	-1.798
Si	-50.901	2.296	-5.556
Si	67.089	-0.143	19.423
Si	-58.236	-5.473	19.537
Si	-54.064	-6.277	-2.781
Si	-59.524	-8.044	-7.351
Si	65.641	-6.831	-2.283
Si	-49.853	-4.902	-7.248
Si	-50.004	2.882	-2.754
Si	64.902	2.004	19.693
Si	-58.082	7.397	-4.873
Si	-54.116	-3.738	-4.526
Si	-54.249	-2.327	-1.936
Si	-53.65	1.478	-4.77
Si	-54.478	5.496	-2.415
Si	-49.475	5.829	-2.359
Si	-48.749	-6.911	19.052
Si	-43.631	-3.875	-6.313
Si	-57.204	-3.817	-4.323
Si	66.271	-1.412	-3.709
Si	67.536	-8.018	-4.47
Si	-61.838	4.261	-3.802
Si	-55.348	0.387	-2.56
Si	62.435	2.928	-4.227
Si	-60.895	-4.813	-2.164
Si	66.93	-4.352	-3.397
Si	-46.435	4.011	-5.013
Si	-59.443	-2.781	18.56
Si	-54.278	-8.189	18.754
Si	63.108	-5.101	18.613
Si	-53.289	7.54	-4.497
Si	-57.635	5.492	18.541
Si	-43.938	-6.64	-6.368
Si	-56.264	5.847	-6.893
Si	-53.973	7.557	-7.465
Si	-60.942	2.583	-5.962
Si	-48.755	-2.564	-1.88
Si	-47.395	-1.61	0.423
Si	-45.133	1.255	0.216
Si	-47.132	3.673	0.176
Si	-44.748	6.308	-0.106
Si	-47.872	-6.303	0.116
Si	-45.086	-3.802	0.489
Si	-41.88	-1.776	0.111
Si	-39.341	1.039	0.101
Si	-42.371	4.247	0.14
Si	-39.627	6.748	0.176
Si	-41.744	-7.194	-0.1
Si	-39.521	-3.855	0.104
Si	-36.955	-0.98	0.212
Si	-34.342	1.663	0.475
Si	-36.417	3.932	0.245
Si	-34.104	6.77	0.488
Si	-36.249	-7.325	0.138
Si	-33.686	-4.537	0.295
Si	-46.327	-0.004	1.696
Si	-43.504	2.57	1.358
Si	-46.161	5.337	1.501
Si	-43.598	-8.198	1.074
Si	-46.333	-5.371	1.615
Si	-43.402	-2.742	1.621
Si	-40.795	-0.153	1.466
Si	-38.166	2.734	1.327
Si	-40.887	5.377	1.547
Si	-37.998	-8.332	1.376
Si	-40.718	-5.53	1.299
Si	-38.044	-2.674	1.458
Si	-35.486	0.066	1.668
Si	-32.707	2.871	1.525
Si	-35.391	5.353	1.753
Si	-32.725	-8.214	1.76
Si	-35.321	-5.638	1.516
Si	-32.587	-2.795	1.36
Si	-47.741	1.446	2.84
Si	-44.799	3.991	2.828
Si	-47.581	6.83	2.714
Si	-44.867	-6.868	2.658
Si	-47.608	-4.048	3.05
Si	-44.819	-1.342	2.921
Si	-42.144	1.284	2.772
Si	-39.479	4.016	2.806
Si	-42.272	6.861	2.7
Si	-39.348	-6.854	2.69
Si	-42.073	-4.231	2.81
Si	-39.43	-1.423	2.883
Si	-36.864	1.448	2.9
Si	-33.979	4.07	3.042
Si	-36.806	6.728	2.938
Si	-34.056	-6.845	3.04
Si	-36.696	-4.14	2.729
Si	-33.994	-1.421	2.719
Si	-49.009	0.097	4.251
Si	-46.278	2.751	4.167
Si	-48.97	5.534	4.106
Si	-46.219	-8.164	4.096
Si	-49.026	-5.387	4.278
Si	-46.192	-2.674	4.279
Si	-43.497	0.032	4.233
Si	-40.816	2.662	4.153
Si	-43.514	5.457	4.141
Si	-40.815	-8.153	4.054
Si	-43.523	-5.528	4.108
Si	-40.786	-2.811	4.191
Si	-38.131	-0.001	4.225
Si	-35.411	2.697	4.264
Si	-38.164	5.366	4.227
Si	-35.428	-8.238	4.286
Si	-38.067	-5.47	4.111
Si	-35.332	-2.781	4.1
Si	-47.604	-1.306	10.929
Si	-44.837	1.426	10.899
Si	-47.568	4.199	10.939
Si	-44.877	-9.488	10.99
Si	-47.595	-6.735	10.927
Si	-44.868	-4.067	10.913
Si	-42.116	-1.312	10.901
Si	-39.446	1.392	10.926
Si	-42.139	4.114	10.947
Si	-39.431	-9.504	10.991
Si	-42.127	-6.782	10.979
Si	-39.445	-4.092	10.89
Si	-36.69	-1.37	10.868
Si	-33.952	1.312	10.854
Si	-36.714	4.102	10.883
Si	-33.968	-9.572	10.814
Si	-36.665	-6.801	10.888
Si	-33.963	-4.117	10.884
Si	-46.149	0.018	12.206
Si	-43.486	2.764	12.301
Si	-46.22	5.492	12.393
Si	-43.505	-8.124	12.33
Si	-46.214	-5.427	12.287
Si	-43.452	-2.715	12.207
Si	-40.815	0.068	12.312
Si	-38.07	2.769	12.251
Si	-40.823	5.467	12.354
Si	-37.992	-8.134	12.275
Si	-40.739	-5.426	12.331
Si	-38.057	-2.739	12.181
Si	-35.357	0.012	12.211
Si	-32.544	2.609	12.202
Si	-35.341	5.456	12.222
Si	-32.561	-8.19	12.061
Si	-35.296	-5.483	12.27
Si	-32.616	-2.741	12.207
Si	-47.479	1.444	13.467
Si	-44.789	4.087	13.735
Si	-47.666	-9.388	13.616
Si	-44.876	-6.792	13.699
Si	-47.568	-4.01	13.564
Si	-44.745	-1.327	13.553
Si	-42.177	1.444	13.743
Si	-39.387	4.132	13.66
Si	-42.203	-9.486	13.737
Si	-39.293	-6.763	13.661
Si	-42.16	-4.056	13.632
Si	-39.378	-1.346	13.514
Si	-36.708	1.397	13.572
Si	-33.954	4.003	13.426
Si	-36.594	-9.43	13.665
Si	-33.852	-6.919	13.515
Si	-36.734	-4.096	13.55
Si	-34.015	-1.36	13.539
Si	-48.852	0.236	14.854
Si	-46.143	2.614	14.981
Si	-49.012	5.46	14.833
Si	-46.33	-8.106	15.045
Si	-48.824	-5.177	15.157
Si	-46.148	-2.671	14.812
Si	-43.506	-0.038	15.085
Si	-40.77	2.849	15.078
Si	-43.597	5.529	15.207
Si	-40.706	-8.116	14.944
Si	-43.535	-5.382	15.052
Si	-40.721	-2.662	14.869
Si	-38.112	0.048	14.895
Si	-35.291	2.745	14.88
Si	-38.023	5.567	14.969
Si	-35.096	-8.161	15.07
Si	-37.903	-5.435	15.083
Si	-35.418	-2.711	14.855
Si	-47.485	-1.218	16.004
Si	-45.245	0.897	16.407
Si	-47.601	4.067	16.026
Si	-45.535	-9.893	16.367
Si	-47.207	-6.349	16.401
Si	-45.044	-4.072	16.322
Si	-41.78	-1.148	16.292
Si	-39.646	1.164	16.295
Si	-41.776	4.589	16.376
Si	-39.45	-9.485	16.371
Si	-41.902	-6.599	16.213
Si	-39.666	-4.28	16.161
Si	-36.514	-1.061	16.166
Si	-34.193	1.177	16.237
Si	-36.469	4.318	16.142
Si	-34.042	-9.994	16.234
Si	-36.09	-6.44	16.344
Si	-33.983	-4.181	15.924
Si	-48.343	-1.332	-4.708
Si	-44.509	0.642	19.284
Si	-41.246	2.444	-2.061
Si	-38.343	3.048	18.348
Si	-48.782	-6.332	-4.844
Si	-44.059	0.784	-6.601
Si	-42.779	0.808	-3.838
Si	-33.754	-2.562	19.76
Si	-40.725	-6.487	-2.785
Si	-35.905	-0.461	-6.43
Si	-40.675	-1.134	-4.608
Si	-42.133	-6.601	19.245
Si	-31.704	-7.46	-4.451
Si	-34.095	6.757	-7.273
Si	-34.597	-8.072	-4.827
Si	-33.668	1.549	-6.398
Si	-33.302	-5.316	20.069
Si	-37.978	-5.677	-1.928
Si	-36.069	-1.016	18.978
Si	-44.885	3.647	-7.51
Si	-41.58	-0.667	-7.602
Si	-35.173	-3.49	-6.384
Si	-45.156	7.084	19.338
Si	-46.583	-7.625	-6.48
Si	-33.641	1.085	-2.254
Si	-31.48	-0.648	-3.122
Si	-50.005	0.57	19.192
Si	-41.076	-7.391	-5.522
Si	-37.812	-0.199	-4.183
Si	-35.569	-1.254	-2.522
Si	-35.317	5.506	-5.059
Si	-38.037	5.019	-1.935
Si	-30.474	7.661	-2.03
Si	-32.312	5.082	18.293
Si	-32.332	-2.495	-5.5
Si	-44.638	-3.839	-2.397
Si	-41.859	-3.852	-3.969
Si	-48.149	6.079	-6.413
Si	-44.115	-0.915	-1.929
Si	-38.805	2.618	-3.428
Si	-46.636	5.402	-2.316
Si	-39.881	-5.607	-7.658
Si	-47.241	-5.131	-2.47
Si	-33.649	3.466	-3.852
Si	-43.502	-2.312	18.525
Si	-39.549	-4.907	18.92
Si	-49.59	6.659	19.315
Si	-38.127	4.958	-4.941
Si	-37.927	-7.593	18.493
Si	-31.115	4.757	-2.727
Si	-40.131	6.312	-6.935
Si	-41.031	4.313	19.093
Si	-45.733	-1.653	-6.293
Si	-33.929	-3.812	-2.604
Si	-31.04	-1.826	-0.194
Si	-28.379	0.994	-0.262
Si	-31.905	4.565	0.08
Si	-28.436	6.615	-0.059
Si	-31.611	-6.813	0.331
Si	-28.859	-4.115	0.056
Si	-26.204	-1.376	-0.156
Si	-22.84	0.968	-0.149
Si	-26.271	4.29	-0.153
Si	-23.389	6.842	0.291
Si	-25.53	-7.243	-0.091
Si	-22.944	-4.133	0.274
Si	-20.65	-1.291	-0.036
Si	-17.934	1.406	-0.093
Si	-20.017	3.726	0.053
Si	-17.311	6.547	-0.037
Si	-20.492	-7.466	-0.221
Si	-17.493	-4.604	0.368
Si	-29.998	-0.102	1.098
Si	-27.334	2.638	1.124
Si	-30.069	5.49	1.27
Si	-27.199	-8.223	1.278
Si	-29.984	-5.574	1.463
Si	-27.273	-2.879	1.289
Si	-24.504	-0.178	1.095
Si	-21.733	2.57	1.208
Si	-24.641	5.229	1.318
Si	-21.884	-8.225	1.507
Si	-24.476	-5.582	1.277
Si	-21.706	-2.71	1.526
Si	-19.045	-0.171	1.245
Si	-16.476	2.512	1.399
Si	-18.938	5.369	1.317
Si	-16.296	-8.29	1.446
Si	-19.135	-5.947	1.268
Si	-16.275	-3.027	1.539
Si	-31.288	1.298	2.581
Si	-28.687	3.992	2.552
Si	-31.229	6.753	2.876
Si	-28.515	-6.884	2.712
Si	-31.276	-4.128	2.807
Si	-28.614	-1.416	2.588
Si	-25.852	1.278	2.465
Si	-23.139	3.908	2.58
Si	-25.907	6.683	2.684
Si	-23.181	-6.833	2.797
Si	-25.85	-4.195	2.621
Si	-23.197	-1.385	2.699
Si	-20.396	1.219	2.637
Si	-17.704	3.972	2.754
Si	-20.394	6.661	2.675
Si	-17.741	-7.058	2.783
Si	-20.349	-4.311	2.625
Si	-17.686	-1.529	2.646
Si	-32.627	-0.034	4.033
Si	-29.931	2.618	3.999
Si	-32.578	5.429	4.274
Si	-29.846	-8.202	4.144
Si	-32.623	-5.448	4.224
Si	-29.887	-2.745	4.076
Si	-27.195	-0.059	3.911
Si	-24.493	2.568	3.943
Si	-27.282	5.313	3.991
Si	-24.515	-8.288	4.061
Si	-27.169	-5.51	4.051
Si	-24.507	-2.819	4.009
Si	-21.778	-0.081	4.032
Si	-19.068	2.577	4.044
Si	-21.78	5.275	3.978
Si	-19.065	-8.381	4.136
Si	-21.752	-5.508	4.084
Si	-19.014	-2.919	3.999
Si	-31.215	-1.41	10.877
Si	-28.51	1.284	10.868
Si	-31.179	4	10.879
Si	-28.493	-9.612	10.806
Si	-31.186	-6.816	10.776
Si	-28.444	-4.088	10.871
Si	-25.777	-1.399	10.904
Si	-23.063	1.212	10.849
Si	-25.778	3.99	10.826
Si	-23.108	-9.632	10.732
Si	-25.773	-6.821	10.783
Si	-23.031	-4.113	10.834
Si	-20.31	-1.48	10.875
Si	-17.586	1.172	10.856
Si	-20.328	3.918	10.752
Si	-17.566	-9.664	10.758
Si	-20.334	-6.871	10.769
Si	-17.592	-4.196	10.794
Si	-29.841	-0.081	12.255
Si	-27.144	2.657	12.191
Si	-29.793	5.35	12.238
Si	-27.115	-8.222	12.087
Si	-29.804	-5.494	12.147
Si	-27.122	-2.72	12.315
Si	-24.4	-0.087	12.314
Si	-21.653	2.563	12.134
Si	-24.416	5.361	12.166
Si	-21.784	-8.22	12.013
Si	-24.461	-5.407	12.149
Si	-21.657	-2.818	12.275
Si	-18.935	-0.156	12.279
Si	-16.159	2.496	12.193
Si	-18.92	5.263	12.06
Si	-16.243	-8.287	12.159
Si	-18.94	-5.544	12.154
Si	-16.224	-2.861	12.171
Si	-31.222	1.226	13.617
Si	-28.42	3.974	13.652
Si	-31.207	-9.499	13.409
Si	-28.386	-6.844	13.47
Si	-31.202	-4.148	13.454
Si	-28.503	-1.37	13.716
Si	-25.798	1.362	13.6
Si	-23	3.951	13.426
Si	-25.824	-9.568	13.481
Si	-23.157	-6.862	13.386
Si	-25.688	-4.028	13.669
Si	-22.995	-1.451	13.695
Si	-20.319	1.268	13.595
Si	-17.544	3.904	13.461
Si	-20.347	-9.593	13.211
Si	-17.616	-6.913	13.532
Si	-20.271	-4.241	13.589
Si	-17.545	-1.544	13.654
Si	-32.65	-0.089	14.972
Si	-29.829	2.547	14.96
Si	-32.589	5.411	14.634
Si	-29.779	-8.201	14.754
Si	-32.487	-5.556	14.807
Si	-29.982	-2.803	14.915
Si	-27.095	0.03	15.072
Si	-24.394	2.768	14.887
Si	-27.046	5.426	14.987
Si	-24.548	-8.132	14.8
Si	-27.117	-5.43	14.886
Si	-24.271	-2.778	15.205
Si	-21.684	-0.016	15.051
Si	-18.861	2.583	14.908
Si	-21.589	5.376	14.596
Si	-19.179	-8.259	14.693
Si	-21.731	-5.66	14.759
Si	-18.93	-2.923	15.037
Si	-31.794	-1.934	16.161
Si	-28.429	1.407	16.499
Si	-31.052	4.26	15.902
Si	-28.787	-9.799	16.141
Si	-30.844	-6.665	16.109
Si	-28.747	-4.328	16.166
Si	-25.461	-1.066	16.39
Si	-23.319	1.249	16.294
Si	-25.203	4.57	16.227
Si	-22.997	-9.524	15.775
Si	-25.6	-6.535	16.291
Si	-23.063	-4.587	16.326
Si	-20.121	-1.281	16.289
Si	-17.812	0.92	16.292
Si	-20.004	4.329	15.986
Si	-17.952	-9.731	15.925
Si	-20.851	-7.342	16.143
Si	-17.203	-4.066	16.249
Si	-30.566	-4.774	20.007
Si	-29.34	0.276	19.24
Si	-25.674	3.879	-3.207
Si	-22.021	3.422	18.218
Si	-35.97	-5.413	-4.198
Si	-25.451	-0.156	-7.135
Si	-26.045	-0.143	-4.259
Si	-18.203	4.302	-5.204
Si	-23.556	-7.281	-4.799
Si	-21.016	-5.404	18.494
Si	-23.233	-5.493	-7.304
Si	-28.038	6.398	19.032
Si	-14.5	7.516	-7.094
Si	-21.608	1.381	20.087
Si	-21.011	6.139	-1.408
Si	-22.426	-1.036	-4.132
Si	-18.225	-4.465	19.1
Si	-21.226	-5.218	-1.938
Si	-20.913	-1.272	19.195
Si	-29.338	5.243	-7.11
Si	-25.958	-5.591	19.026
Si	-20.62	-7.407	-5.194
Si	-30.671	6.439	20.173
Si	-31.233	-4.548	-3.944
Si	-19.24	-2.699	-6.609
Si	-17.25	0.515	-3.064
Si	-34.378	1.514	19.263
Si	-25.269	6.668	-4.482
Si	-18.635	-5.601	-6.265
Si	-19.62	-0.411	-4.767
Si	-20.155	2.164	-6.316
Si	-20.196	6.179	-4.268
Si	-15.999	7.877	-2.329
Si	-16.286	7.923	18.005
Si	-13.34	-2.184	19.081
Si	-26.106	-7.051	-3.209
Si	-23.533	-3.519	-2.55
Si	-30.049	-8.129	-6.866
Si	-28.888	0.913	-3.392
Si	-23.974	1.37	-3.017
Si	-28.724	3.715	-4.354
Si	-28.276	-4.936	-2.817
Si	-26.197	-2.798	-3.054
Si	-13.907	3.158	-2.266
Si	-26.847	-2.98	18.339
Si	-22.283	-2.753	-6.594
Si	-31.511	-7.26	18.956
Si	-21.794	4.571	-6.451
Si	-22.97	5.618	19.977
Si	-13.525	6.143	-2.612
Si	-24.718	5.526	-7.176
Si	-26.958	3.562	18.406
Si	-30.99	-2.063	19.01
Si	-19.082	-3.15	-1.926
Si	-14.912	-2.068	-0.091
Si	-12.34	1.222	-0.359
Si	-15.399	4.044	0.089
Si	-12.103	6.45	-0.093
Si	-15.316	-6.716	0.005
Si	-12.423	12.285	-0.224
Si	-9.049	-2.093	-0.306
Si	-6.512	1.185	-0.243
Si	-9.948	4.135	-0.031
Si	-7.034	6.967	-0.097
Si	-9.259	9.181	-0.157
Si	-6.862	12.049	0.103
Si	-4.477	-1.227	-0.286
Si	-1.745	1.5	-0.313
Si	-3.992	3.653	-0.136
Si	-1.184	6.533	-0.17
Si	-4.793	-6.567	-0.29
Si	-1.277	-4.53	-0.285
Si	-13.786	-0.184	0.951
Si	-11.076	2.525	1.192
Si	-13.666	5.234	1.207
Si	-10.908	8.05	1.126
Si	-13.569	10.701	1.135
Si	-10.81	-2.926	1.074
Si	-8.166	-0.17	0.882
Si	-5.415	2.522	1.302
Si	-8.173	5.245	1.06
Si	-5.602	8.162	1.267
Si	-8.25	10.68	1.338
Si	-5.46	-2.795	1.18
Si	-2.806	-0.144	0.982
Si	-0.08	2.58	0.936
Si	-2.854	5.363	0.977
Si	-0.077	8.002	1.222
Si	-2.949	-5.606	0.935
Si	-0.026	-2.867	0.83
Si	-14.998	1.119	2.543
Si	-12.342	3.886	2.602
Si	-14.908	6.613	2.666
Si	-12.252	9.35	2.536
Si	-14.834	11.963	2.727
Si	-12.25	-1.483	2.353
Si	-9.558	1.133	2.352
Si	-6.84	3.933	2.481
Si	-9.528	6.632	2.467
Si	-6.893	9.393	2.71
Si	-9.629	12.059	2.588
Si	-6.866	-1.432	2.452
Si	-4.06	1.125	2.536
Si	-1.407	3.98	2.322
Si	-4.162	6.697	2.408
Si	-1.553	-6.939	2.372
Si	-4.09	-4.203	2.438
Si	-1.364	-1.52	2.238
Si	-16.318	-0.18	3.984
Si	-13.653	2.492	3.937
Si	-16.275	5.282	4.055
Si	-13.556	7.996	3.97
Si	-16.304	10.67	4.039
Si	-13.499	-2.858	3.91
Si	-10.899	-0.175	3.794
Si	-8.206	2.516	3.767
Si	-10.889	5.266	3.862
Si	-8.228	7.948	3.942
Si	-10.934	10.698	3.951
Si	-8.194	-2.852	3.826
Si	-5.467	-0.18	3.856
Si	-2.68	2.579	3.748
Si	-5.465	5.302	3.8
Si	-2.777	-8.326	3.783
Si	-5.44	-5.528	3.869
Si	-2.668	-2.856	3.709
Si	-14.864	-1.525	10.797
Si	-12.17	1.161	10.734
Si	-14.887	3.876	10.759
Si	-12.143	6.591	10.731
Si	-14.869	9.354	10.773
Si	-12.122	-4.247	10.749
Si	-9.404	-1.57	10.653
Si	-6.658	1.179	10.599
Si	-9.442	3.868	10.648
Si	-6.663	6.608	10.55
Si	-9.43	9.369	10.622
Si	-6.653	-4.224	10.628
Si	-3.965	-1.526	10.484
Si	-1.209	1.18	10.431
Si	-3.925	3.909	10.477
Si	-1.217	6.629	10.444
Si	-3.933	-6.985	10.509
Si	-1.22	-4.252	10.398
Si	-13.472	-0.205	12.172
Si	-10.815	2.543	12.051
Si	-13.543	5.248	12.1
Si	-10.718	7.975	12.003
Si	-13.431	10.661	12.104
Si	-10.736	-2.885	12.102
Si	-8.001	-0.223	11.947
Si	-5.212	2.55	11.884
Si	-8.007	5.23	11.902
Si	-5.262	7.956	11.874
Si	-8.061	10.743	11.953
Si	-5.24	-2.849	11.953
Si	-2.591	-0.168	11.796
Si	0.236	2.539	11.693
Si	-2.557	5.275	11.814
Si	0.143	7.995	11.793
Si	-2.501	-5.634	11.798
Si	0.124	-2.876	11.736
Si	-14.804	1.095	13.616
Si	-12.23	3.846	13.46
Si	-14.843	-9.649	13.473
Si	-12.029	9.277	13.45
Si	-14.8	-4.267	13.411
Si	-12.056	-1.531	13.533
Si	-9.391	1.121	13.268
Si	-6.588	3.899	13.203
Si	-9.315	6.592	13.282
Si	-6.674	9.318	13.169
Si	-9.345	-4.244	13.435
Si	-6.595	-1.485	13.366
Si	-3.839	1.19	13.253
Si	-1.114	3.877	13.036
Si	-3.85	6.646	13.258
Si	-1.16	9.367	13.226
Si	-3.757	-4.243	13.174
Si	-1.186	-1.46	13.136
Si	-16.11	-0.246	15.084
Si	-13.446	2.422	15.013
Si	-16.257	5.354	14.782
Si	-13.412	-8.381	14.865
Si	-16.132	-5.59	14.828
Si	-13.381	-3.003	14.809
Si	-10.64	-0.138	14.849
Si	-7.928	2.472	14.458
Si	-10.782	5.291	14.576
Si	-7.864	7.889	14.632
Si	-10.59	10.61	14.8
Si	-7.951	-2.873	14.768
Si	-5.235	-0.022	14.719
Si	-2.263	2.458	14.467
Si	-5.215	5.21	14.569
Si	-2.459	8.038	14.673
Si	-5.22	-5.638	14.345
Si	-2.381	-2.868	14.57
Si	-14.859	-1.952	16.29
Si	-11.525	1.532	16.308
Si	-14.827	4.028	16.081
Si	-11.779	-9.567	16.124
Si	-14.5	-6.712	16.105
Si	-12.18	-4.601	16.085
Si	-8.985	-1.223	16.11
Si	-6.87	1.136	16.072
Si	-9.412	3.778	15.6
Si	-6.198	6.836	15.957
Si	-9.417	8.922	16.028
Si	-6.213	-4.085	15.762
Si	-4.03	-1.708	15.781
Si	-0.612	1.548	15.994
Si	-3.533	3.975	15.603
Si	-1.394	6.287	15.871
Si	-4.149	9.234	15.811
Si	-0.579	-3.847	15.803
Si	-13.851	-5.142	20.192
Si	-11.776	2.24	19.179
Si	-8.973	4.067	-2.772
Si	-3.4	3.249	18.533
Si	-16.036	-6.953	-5.079
Si	-6.694	-0.884	-7.597
Si	-8.799	1.439	-4.026
Si	-1.685	4.213	-4.552
Si	-9.78	-6.908	-3.142
Si	-7.895	5.314	17.946
Si	-9.002	-3.029	-7.664
Si	-12.82	4.983	18.044
Si	0.516	-6.459	-6.418
Si	-3.354	-2.302	18.555
Si	-3.29	6.735	-4.489
Si	-4.462	2.901	-4.824
Si	-4.765	-5.101	17.969
Si	-7.048	-7.037	-4.645
Si	-1.052	-4.093	18.74
Si	-11.82	4.383	-7.704
Si	-9.121	7.919	18.811
Si	-1.631	-7.094	-4.579
Si	-15.489	5.015	18.665
Si	-14.49	-4.174	-4.677
Si	-2.069	-2.653	-7.31
Si	-0.192	-0.006	-2.656
Si	-16.917	1.102	19.233
Si	-9.738	6.584	-4.163
Si	-6.304	-4.076	-4.514
Si	-4.72	-1.983	-3.247
Si	-5.998	0.35	-4.765
Si	-5.323	7.717	-2.466
Si	0.025	7.614	-2.534
Si	-1.106	5.543	18.797
Si	2.072	-1.937	-5.318
Si	-9.241	-3.258	-4.73
Si	-11.654	-4.673	-3.268
Si	-12.305	6.175	-5.538
Si	-10.4	-0.333	-2.236
Si	-6.142	3.544	-2.253
Si	-15.72	2.753	-4.648
Si	-16.378	-2.24	-2.931
Si	-10.444	-0.595	-4.977
Si	2.903	3.438	-5.123
Si	-10.534	-2.948	18.282
Si	-4.98	-3.2	-7.188
Si	-14.276	-2.778	-7.555
Si	-4.917	5.234	-6.674
Si	-0.509	2.955	-7.063
Si	3.988	7.717	-3.178
Si	-7.555	6.846	-6.299
Si	-6.366	2.811	18.792
Si	-15.724	2.191	-7.657
Si	-1.366	-4.547	-3.189
Si	1.4	-1.522	4.919
Si	4.148	1.196	4.86
Si	1.423	3.874	4.939
Si	4.157	6.63	4.892
Si	1.383	-6.944	4.919
Si	4.112	-4.231	4.857
Si	6.803	-1.505	4.849
Si	9.572	1.224	4.862
Si	6.892	3.929	4.798
Si	9.555	6.627	4.801
Si	6.801	9.374	4.879
Si	9.54	-4.18	4.857
Si	12.275	-1.47	4.821
Si	14.957	1.276	4.83
Si	12.275	3.952	4.835
Si	15.008	6.735	4.85
Si	12.267	-6.947	4.825
Si	15.041	-4.197	4.824
Si	17.664	-1.424	4.875
Si	20.436	1.364	4.964
Si	17.681	4.06	4.878
Si	20.398	6.803	4.905
Si	17.713	-6.82	4.783
Si	20.394	-4.135	4.906
Si	23.122	-1.379	4.997
Si	25.883	1.333	5.135
Si	23.138	4.111	5.004
Si	25.839	6.767	5.161
Si	23.082	-6.837	5.061
Si	25.905	-4.072	5.163
Si	28.587	-1.354	5.206
Si	31.289	1.361	5.358
Si	28.553	4.062	5.275
Si	31.253	6.835	5.469
Si	28.546	-6.755	5.317
Si	31.249	-4.023	5.381
Si	33.977	-1.26	5.489
Si	36.719	1.45	5.505
Si	34.036	4.098	5.554
Si	36.705	6.882	5.645
Si	33.937	-6.718	5.58
Si	36.677	-3.924	5.644
Si	39.387	-1.188	5.601
Si	42.077	1.535	5.691
Si	39.406	4.148	5.665
Si	42.107	6.952	5.715
Si	39.408	-6.65	5.698
Si	42.029	-3.882	5.716
Si	44.764	-1.17	5.797
Si	47.517	1.588	5.736
Si	44.825	4.221	5.697
Si	47.544	6.9	5.706
Si	44.829	-6.721	5.765
Si	47.538	-3.955	5.826
Si	50.227	-1.151	5.829
Si	52.932	1.552	5.783
Si	50.228	4.305	5.664
Si	52.91	6.973	5.712
Si	50.24	-6.664	5.778
Si	52.953	-3.889	5.848
Si	55.645	-1.122	5.834
Si	58.363	1.614	5.848
Si	55.65	4.32	5.813
Si	58.352	7.034	5.813
Si	55.64	-6.615	5.806
Si	58.358	-3.873	5.861
Si	61.1	-1.143	5.841
Si	63.821	1.55	5.871
Si	61.098	4.293	5.868
Si	63.857	7.018	5.881
Si	61.098	-6.555	5.888
Si	63.769	-3.832	5.813
Si	66.565	-1.151	5.784
Si	69.34	1.563	5.689
Si	66.642	4.286	5.84
Si	69.387	7.001	5.711
Si	66.597	-6.583	5.782
Si	69.366	-3.927	5.738
Si	-58.487	-1.186	5.654
Si	-55.771	1.537	5.556
Si	-58.514	4.276	5.589
Si	-55.773	6.948	5.563
Si	-58.456	-6.63	5.579
Si	-55.782	-3.944	5.554
Si	-53.101	-1.21	5.515
Si	-50.373	1.5	5.535
Si	-53.062	4.223	5.488
Si	-50.331	6.906	5.481
Si	-53.033	-6.687	5.551
Si	-50.384	-3.954	5.54
Si	-47.598	-1.277	5.561
Si	-44.905	1.397	5.535
Si	-47.617	4.165	5.494
Si	-44.89	6.804	5.498
Si	-47.591	-6.793	5.499
Si	-44.841	-4.121	5.52
Si	-42.148	-1.396	5.526
Si	-39.48	1.345	5.566
Si	-42.15	4.093	5.486
Si	-39.518	6.793	5.49
Si	-42.143	-6.827	5.488
Si	-39.408	-4.133	5.523
Si	-36.694	-1.392	5.469
Si	-33.992	1.278	5.474
Si	-36.749	4.073	5.587
Si	-33.989	6.766	5.582
Si	-36.759	-6.808	5.546
Si	-33.99	-4.084	5.527
Si	-31.252	-1.377	5.416
Si	-28.519	1.287	5.339
Si	-31.227	3.963	5.474
Si	-28.531	6.693	5.443
Si	-31.225	-6.841	5.491
Si	-28.517	-4.125	5.41
Si	-25.857	-1.424	5.337
Si	-23.129	1.268	5.38
Si	-25.842	3.965	5.31
Si	-23.104	6.667	5.366
Si	-25.827	-6.885	5.415
Si	-23.115	-4.135	5.398
Si	-20.395	-1.511	5.33
Si	-17.664	1.202	5.349
Si	-20.429	3.931	5.387
Si	-17.647	6.608	5.435
Si	-20.398	-6.923	5.415
Si	-17.623	-4.228	5.376
Si	-14.912	-1.543	5.294
Si	-12.222	1.161	5.239
Si	-14.94	3.869	5.352
Si	-12.19	6.62	5.289
Si	-14.932	9.316	5.366
Si	-12.213	-4.226	5.323
Si	-9.542	-1.512	5.196
Si	-6.814	1.21	5.168
Si	-9.524	3.874	5.188
Si	-6.798	6.614	5.226
Si	-9.547	9.339	5.281
Si	-6.806	-4.184	5.197
Si	-4.044	-1.544	5.117
Si	-1.273	1.193	5.007
Si	-4.062	3.921	5.104
Si	-1.328	6.636	5.044
Si	-4.088	-6.951	5.157
Si	-1.317	-4.225	5.047
Si	2.801	-0.172	6.249
Si	5.537	2.561	6.181
Si	2.805	5.254	6.255
Si	5.5	7.978	6.264
Si	2.78	-5.605	6.256
Si	5.483	-2.89	6.229
Si	8.196	-0.157	6.197
Si	10.917	2.593	6.214
Si	8.218	5.271	6.204
Si	10.909	-8.326	6.175
Si	8.201	-5.59	6.21
Si	10.91	-2.824	6.199
Si	13.601	-0.097	6.203
Si	16.292	2.672	6.196
Si	13.621	5.348	6.183
Si	16.348	-8.188	6.176
Si	13.638	-5.569	6.165
Si	16.315	-2.801	6.223
Si	19.02	-0.04	6.23
Si	21.757	2.734	6.33
Si	19.025	5.42	6.248
Si	21.698	-8.199	6.364
Si	19.017	-5.499	6.245
Si	21.73	-2.763	6.291
Si	24.441	-0.02	6.408
Si	27.165	2.696	6.572
Si	24.44	5.422	6.467
Si	27.148	-8.167	6.565
Si	24.467	-5.471	6.414
Si	27.199	-2.698	6.554
Si	29.888	-0.008	6.658
Si	32.595	2.732	6.804
Si	29.849	5.437	6.704
Si	32.571	-8.125	6.865
Si	29.878	-5.408	6.71
Si	32.6	-2.679	6.787
Si	35.312	0.111	6.87
Si	37.999	2.799	6.971
Si	35.312	5.508	6.955
Si	38.016	-8.04	7.012
Si	35.28	-5.328	6.932
Si	38.021	-2.55	6.982
Si	40.701	0.156	7.02
Si	43.428	2.897	7.055
Si	40.723	5.563	7.028
Si	43.447	-8.043	7.119
Si	40.706	-5.275	7.084
Si	43.39	-2.557	7.108
Si	46.147	0.216	7.1
Si	48.864	2.966	7.074
Si	46.165	5.574	7.08
Si	48.857	-8.036	7.099
Si	46.133	-5.318	7.131
Si	48.883	-2.558	7.153
Si	51.574	0.222	7.171
Si	54.288	2.926	7.145
Si	51.561	5.624	7.098
Si	54.267	-7.998	7.124
Si	51.576	-5.277	7.151
Si	54.311	-2.507	7.189
Si	57.006	0.235	7.194
Si	59.732	2.948	7.217
Si	56.998	5.677	7.179
Si	59.718	-7.933	7.195
Si	57.001	-5.253	7.189
Si	59.728	-2.489	7.198
Si	62.467	0.197	7.211
Si	65.233	2.93	7.161
Si	62.468	5.67	7.208
Si	65.259	-7.928	7.182
Si	62.473	-5.188	7.224
Si	65.193	-2.495	7.134
Si	67.974	0.214	7.081
Si	-59.84	2.928	7.012
Si	68.024	5.673	7.121
Si	-59.787	-7.96	7.011
Si	67.985	-5.242	7.112
Si	-59.842	-2.525	7.051
Si	-57.093	0.173	6.966
Si	-54.392	2.877	6.899
Si	-57.122	5.604	6.942
Si	-54.395	-8.033	6.923
Si	-57.106	-5.285	6.966
Si	-54.413	-2.585	6.908
Si	-51.715	0.122	6.885
Si	-48.978	2.831	6.883
Si	-51.696	5.567	6.87
Si	-48.962	-8.1	6.878
Si	-51.696	-5.323	6.918
Si	-48.978	-2.637	6.883
Si	-46.242	0.062	6.921
Si	-43.53	2.771	6.856
Si	-46.258	5.493	6.876
Si	-43.514	-8.165	6.858
Si	-46.232	-5.442	6.872
Si	-43.517	-2.735	6.883
Si	-40.817	-0.023	6.894
Si	-38.104	2.704	6.908
Si	-40.83	5.445	6.883
Si	-38.135	-8.179	6.854
Si	-40.799	-5.464	6.868
Si	-38.049	-2.74	6.842
Si	-35.34	-0.057	6.855
Si	-32.619	2.637	6.818
Si	-35.358	5.412	6.917
Si	-32.593	-8.184	6.861
Si	-35.356	-5.455	6.861
Si	-32.593	-2.717	6.817
Si	-29.865	-0.04	6.758
Si	-27.158	2.622	6.724
Si	-29.872	5.337	6.811
Si	-27.171	-8.245	6.77
Si	-29.862	-5.469	6.805
Si	-27.161	-2.764	6.761
Si	-24.47	-0.103	6.729
Si	-21.754	2.581	6.763
Si	-24.472	5.307	6.709
Si	-21.746	-8.291	6.751
Si	-24.449	-5.515	6.753
Si	-21.739	-2.804	6.751
Si	-19.013	-0.169	6.704
Si	-16.296	2.536	6.721
Si	-19.029	5.255	6.756
Si	-16.274	7.981	6.757
Si	-18.995	-5.57	6.743
Si	-16.255	-2.87	6.713
Si	-13.556	-0.182	6.652
Si	-10.854	2.525	6.592
Si	-13.544	5.247	6.654
Si	-10.862	7.983	6.667
Si	-13.577	-5.596	6.681
Si	-10.822	-2.873	6.634
Si	-8.152	-0.162	6.538
Si	-5.407	2.561	6.483
Si	-8.144	5.226	6.559
Si	-5.413	-8.32	6.531
Si	-8.126	-5.597	6.555
Si	-5.393	-2.869	6.52
Si	-2.64	-0.156	6.395
Si	0.103	2.535	6.351
Si	-2.659	5.272	6.424
Si	0.076	-8.315	6.331
Si	-2.664	-5.592	6.428
Si	0.076	-2.863	6.343
Si	1.479	1.17	7.669
Si	4.197	3.89	7.585
Si	1.452	6.604	7.631
Si	4.134	9.323	7.618
Si	1.455	-4.25	7.645
Si	4.146	-1.544	7.611
Si	6.863	1.2	7.573
Si	9.555	3.915	7.592
Si	6.868	6.601	7.603
Si	9.553	-6.987	7.556
Si	6.859	-4.247	7.592
Si	9.548	-1.499	7.577
Si	12.235	1.232	7.594
Si	14.941	4.01	7.583
Si	12.252	-9.654	7.574
Si	14.96	-6.903	7.569
Si	12.262	-4.22	7.53
Si	14.939	-1.461	7.571
Si	17.638	1.319	7.566
Si	20.347	4.064	7.652
Si	17.64	-9.559	7.584
Si	20.324	-6.845	7.677
Si	17.645	-4.151	7.602
Si	20.344	-1.401	7.611
Si	23.063	1.365	7.716
Si	25.765	4.073	7.866
Si	23.035	-9.538	7.767
Si	25.753	-6.815	7.862
Si	23.06	-4.103	7.698
Si	25.767	-1.351	7.823
Si	28.494	1.367	7.977
Si	31.202	4.121	8.108
Si	28.473	-9.499	7.991
Si	31.173	-6.765	8.146
Si	28.476	-4.057	7.994
Si	31.196	-1.338	8.091
Si	33.922	1.43	8.232
Si	36.641	4.161	8.333
Si	33.893	-9.462	8.266
Si	36.595	-6.694	8.328
Si	33.891	-4.004	8.262
Si	36.606	-1.235	8.311
Si	39.321	1.476	8.385
Si	42.06	4.233	8.425
Si	39.348	-9.401	8.387
Si	42.061	-6.662	8.435
Si	39.304	-3.925	8.394
Si	42.015	-1.192	8.433
Si	44.768	1.563	8.448
Si	47.505	4.266	8.487
Si	44.798	-9.406	8.459
Si	47.482	-6.698	8.469
Si	44.745	-3.943	8.449
Si	47.483	-1.183	8.449
Si	50.183	1.601	8.47
Si	52.908	4.276	8.493
Si	50.195	-9.369	8.493
Si	52.928	-6.637	8.508
Si	50.233	-3.911	8.509
Si	52.941	-1.137	8.517
Si	55.638	1.589	8.54
Si	58.363	4.326	8.545
Si	55.624	-9.313	8.534
Si	58.374	-6.58	8.568
Si	55.666	-3.872	8.544
Si	58.384	-1.115	8.551
Si	61.107	1.583	8.546
Si	63.869	4.304	8.513
Si	61.11	-9.27	8.55
Si	63.897	-6.538	8.536
Si	61.107	-3.822	8.567
Si	63.859	-1.148	8.524
Si	66.617	1.562	8.469
Si	-61.169	4.278	8.42
Si	66.648	-9.301	8.492
Si	-61.164	-6.621	8.388
Si	66.606	-3.853	8.44
Si	69.345	-1.17	8.413
Si	-58.451	1.551	8.339
Si	-55.747	4.233	8.269
Si	-58.432	-9.345	8.344
Si	-55.721	-6.656	8.308
Si	-58.447	-3.914	8.358
Si	-55.738	-1.217	8.296
Si	-53.043	1.494	8.258
Si	-50.328	4.206	8.246
Si	-53.04	-9.404	8.28
Si	-50.31	-6.703	8.239
Si	-53.042	-3.954	8.273
Si	-50.331	-1.259	8.226
Si	-47.61	1.455	8.238
Si	-44.877	4.138	8.221
Si	-47.605	-9.454	8.234
Si	-44.862	-6.797	8.233
Si	-47.598	-4.034	8.193
Si	-44.88	-1.344	8.233
Si	-42.168	1.39	8.202
Si	-39.454	4.098	8.231
Si	-42.172	-9.508	8.25
Si	-39.454	-6.821	8.237
Si	-42.144	-4.081	8.225
Si	-39.41	-1.37	8.2
Si	-36.704	1.334	8.209
Si	-33.961	4.014	8.188
Si	-36.745	-9.516	8.209
Si	-33.962	-6.811	8.183
Si	-36.708	-4.095	8.21
Si	-33.957	-1.401	8.193
Si	-31.225	1.294	8.146
Si	-28.486	3.977	8.125
Si	-31.236	-9.605	8.155
Si	-28.504	-6.857	8.129
Si	-31.218	-4.089	8.15
Si	-28.51	-1.404	8.132
Si	-25.804	1.268	8.106
Si	-23.109	3.952	8.094
Si	-25.796	-9.614	8.081
Si	-23.073	-6.88	8.093
Si	-25.78	-4.119	8.114
Si	-23.089	-1.44	8.108
Si	-20.357	1.197	8.09
Si	-17.642	3.894	8.089
Si	-20.359	-9.651	8.093
Si	-17.621	9.384	8.092
Si	-20.348	-4.169	8.081
Si	-17.621	-1.503	8.074
Si	-14.908	1.172	8.042
Si	-12.181	3.88	7.993
Si	-14.881	6.601	8.05
Si	-12.208	9.354	8.024
Si	-14.899	-4.234	8.069
Si	-12.185	-1.536	8.012
Si	-9.478	1.171	7.948
Si	-6.75	3.882	7.886
Si	-9.459	6.608	7.955
Si	-6.742	-6.951	7.9
Si	-9.443	-4.245	7.949
Si	-6.747	-1.507	7.872
Si	-3.992	1.195	7.781
Si	-1.247	3.903	7.723
Si	-3.998	-9.696	7.807
Si	-1.273	-6.972	7.72
Si	-4.014	-4.255	7.817
Si	-1.269	-1.525	7.731
Si	0.133	-0.181	9.055
Si	2.873	2.534	8.98
Si	0.131	5.274	9.052
Si	2.824	7.915	8.999
Si	0.117	-5.609	9.019
Si	2.825	-2.919	9
Si	5.521	-0.174	8.938
Si	8.217	2.529	8.969
Si	5.546	5.204	8.985
Si	8.225	7.957	8.955
Si	5.525	10.673	8.95
Si	8.233	-2.891	8.949
Si	10.862	-0.133	8.967
Si	13.572	2.637	8.928
Si	10.9	5.287	8.944
Si	13.613	-8.29	8.935
Si	10.925	-5.619	8.895
Si	13.58	-2.845	8.916
Si	16.286	-0.063	8.907
Si	18.949	2.691	8.962
Si	16.271	5.404	8.95
Si	18.952	-8.23	9
Si	16.265	-5.518	8.947
Si	18.983	-2.767	8.956
Si	21.649	-0.012	8.986
Si	24.357	2.71	9.15
Si	21.657	5.401	9.077
Si	24.356	-8.175	9.164
Si	21.685	-5.472	9.026
Si	24.385	-2.755	9.097
Si	27.047	0.017	9.248
Si	29.798	2.752	9.389
Si	27.073	5.456	9.27
Si	29.797	-8.176	9.436
Si	27.087	-5.467	9.266
Si	29.807	-2.721	9.398
Si	32.506	0.033	9.494
Si	35.228	2.813	9.65
Si	32.484	5.492	9.564
Si	35.189	-8.062	9.653
Si	32.503	-5.43	9.552
Si	35.236	-2.631	9.642
Si	37.915	0.13	9.718
Si	40.664	2.864	9.742
Si	37.952	5.558	9.714
Si	40.684	-8.039	9.775
Si	37.92	-5.313	9.706
Si	40.632	-2.562	9.776
Si	43.379	0.192	9.767
Si	46.106	2.928	9.827
Si	43.401	5.597	9.809
Si	46.135	-8.064	9.853
Si	43.394	-5.309	9.814
Si	46.107	-2.557	9.779
Si	48.815	0.213	9.798
Si	51.522	2.942	9.866
Si	48.829	5.618	9.891
Si	51.545	-8.003	9.852
Si	48.836	-5.308	9.789
Si	51.586	-2.514	9.843
Si	54.258	0.246	9.9
Si	57.019	2.937	9.894
Si	54.267	5.622	9.873
Si	57.007	-7.96	9.893
Si	54.291	-5.261	9.863
Si	57.027	-2.492	9.891
Si	59.753	0.244	9.919
Si	62.494	2.955	9.863
Si	59.736	5.686	9.894
Si	62.506	-7.891	9.873
Si	59.753	-5.192	9.91
Si	62.493	-2.455	9.91
Si	65.244	0.214	9.833
Si	68.006	2.933	9.776
Si	65.253	5.673	9.838
Si	68.055	-7.938	9.791
Si	65.274	-5.152	9.869
Si	67.979	-2.52	9.79
Si	70.75	0.193	9.713
Si	-57.069	2.911	9.688
Si	-59.778	5.636	9.735
Si	-57.054	-8.009	9.696
Si	-59.803	-5.267	9.733
Si	-57.057	-2.567	9.701
Si	-54.369	0.13	9.639
Si	-51.675	2.839	9.616
Si	-54.398	5.553	9.656
Si	-51.675	-8.031	9.625
Si	-54.347	-5.315	9.676
Si	-51.656	-2.613	9.618
Si	-48.961	0.079	9.582
Si	-46.231	2.802	9.587
Si	-48.966	5.559	9.619
Si	-46.232	-8.134	9.606
Si	-48.943	-5.348	9.591
Si	-46.253	-2.7	9.579
Si	-43.503	0.033	9.557
Si	-40.81	2.742	9.573
Si	-43.53	5.473	9.615
Si	-40.797	-8.162	9.616
Si	-43.492	-5.44	9.589
Si	-40.778	-2.705	9.552
Si	-38.082	0.003	9.568
Si	-35.338	2.702	9.554
Si	-38.104	5.464	9.581
Si	-35.336	-8.17	9.516
Si	-38.066	-5.457	9.557
Si	-35.326	-2.75	9.541
Si	-32.578	-0.05	9.52
Si	-29.853	2.641	9.495
Si	-32.577	5.355	9.529
Si	-29.856	-8.237	9.466
Si	-32.589	-5.437	9.498
Si	-29.844	-2.753	9.517
Si	-27.141	-0.066	9.508
Si	-24.43	2.595	9.487
Si	-27.127	5.348	9.459
Si	-24.45	-8.228	9.421
Si	-27.147	-5.467	9.461
Si	-24.431	-2.764	9.505
Si	-21.698	-0.139	9.49
Si	-18.961	2.518	9.457
Si	-21.722	5.3	9.428
Si	-18.981	-8.291	9.445
Si	-21.707	-5.502	9.443
Si	-18.979	-2.836	9.46
Si	-16.245	-0.167	9.446
Si	-13.531	2.528	9.379
Si	-16.245	5.253	9.408
Si	-13.531	7.97	9.407
Si	-16.243	10.736	9.443
Si	-13.516	-2.886	9.417
Si	-10.807	-0.186	9.352
Si	-8.079	2.519	9.278
Si	-10.808	5.247	9.326
Si	-8.071	7.993	9.266
Si	-10.811	10.736	9.318
Si	-8.047	-2.895	9.269
Si	-5.342	-0.149	9.172
Si	-2.586	2.549	9.1
Si	-5.34	5.253	9.168
Si	-2.601	-8.331	9.113
Si	-5.338	-5.599	9.226
Si	-2.622	-2.885	9.106
O	4.819	0.628	-4.468
O	0.524	-2.68	16.235
O	4.166	0.922	17.626
O	-0.025	1.66	19.449
O	3.087	5.254	19.972
O	2.613	4.958	16.415
O	4.398	6.762	17.426
O	6.962	-3.974	-5.534
O	7.045	-6.982	-2.194
O	18.107	4.125	-4.735
O	4.667	-3.812	16.665
O	2.877	-4.04	18.557
O	11.916	-7.644	17.226
O	7.105	-2.442	17.216
O	10.942	-2.79	16.022
O	8.368	-0.356	16.191
O	4.199	3.262	-4.202
O	8.228	4.351	19.649
O	8.356	5.275	16.278
O	9.996	6.981	17.386
O	4.245	-7.151	-2.516
O	7.937	-5.88	16.101
O	6.259	-1.464	-5.046
O	12.238	-0.974	17.021
O	13.399	-1.21	19.329
O	15.782	2.314	16.68
O	10.235	1.356	16.96
O	10.224	2.712	19.141
O	13.629	5.25	16.384
O	15.483	7.017	17.164
O	12.966	-1.365	-5.309
O	19.154	7.423	-6.676
O	-7.898	-8.23	19.846
O	14.717	-3.724	17.174
O	11.419	7.423	-4.025
O	1.73	-6.276	19.464
O	3.461	6.791	-6.629
O	5.692	4.716	20.091
O	1.541	7.403	19.54
O	-1.922	-5.198	19.526
O	11.818	6.711	-6.421
O	2.941	-5.726	16.174
O	-0.435	-7.86	-3.814
O	18.025	7.139	17.978
O	11.561	-3.088	-6.552
O	5.3	-5.107	18.823
O	12.229	-4.166	17.913
O	0.706	6.229	-2.989
O	8.526	-2.368	-4.128
O	-2.718	1.916	19.113
O	5.441	-7.715	19.195
O	5.231	0.965	20.112
O	10.259	-2.568	18.678
O	9.708	3.436	-6.772
O	9.75	-4.741	20.078
O	10.007	-7.152	18.936
O	15.408	-1.295	-5.555
O	17.069	-3.085	-4.501
O	14.438	0.241	17.25
O	16.828	-4.755	19.603
O	19.999	-0.28	-5.954
O	14.388	-1.598	-3.149
O	5.279	7.078	-3.898
O	6.49	2.458	-3.635
O	18.301	-6.546	-7.624
O	16.045	2.802	-3.615
O	0.826	-0.988	-1.856
O	14.322	-5.628	18.782
O	18.181	-1.385	-2.074
O	4.77	-0.38	-6.918
O	8.876	3.396	-3.895
O	10.99	-0.304	-1.121
O	-1.696	-1.6	-6.13
O	3.543	6.776	-1.942
O	4.047	3.07	19.072
O	1.214	-7.935	-6.258
O	1.51	3.924	-1.836
O	13.47	-5.831	16.276
O	0.407	-3.974	19.405
O	11.321	2.379	-3.609
O	11.761	1.569	-6.782
O	2.562	1.154	19.797
O	12.308	1.138	18.568
O	6.805	6.431	18.513
O	9.425	-3.462	-1.815
O	1.313	-7.559	17.214
O	8.177	-2.071	-6.773
O	16.376	-4.706	-7.232
O	14.083	2.304	-1.094
O	12.043	-7.529	-1.885
O	20.696	6.647	-4.725
O	16.127	5.445	-3.705
O	7.843	7.445	-3.995
O	7.772	1.786	19.836
O	18.756	-4.481	-5.99
O	9.712	-4.615	17.206
O	4.285	1.707	-2.133
O	5.516	-0.214	-0.994
O	6.887	5.068	-4.501
O	2.367	1.933	-5.35
O	-0.181	5.292	-0.497
O	5.386	5.328	-0.846
O	4.535	-4.639	-1.742
O	-0.254	-5.764	-0.609
O	2.631	-2.845	-1.049
O	5.228	-5.404	-4.199
O	7.297	-1.902	-1.844
O	9.33	1.243	-2.402
O	13.639	3.219	-4.584
O	7.366	4.197	-1.973
O	3.532	-6.878	-6.402
O	17.767	-7.194	-2.123
O	8.218	7.84	-0.635
O	9.621	-7.304	-2.949
O	14.204	0.712	-7.412
O	12.457	-2.417	-1.634
O	38.619	-6.412	-0.606
O	12.655	4.135	-2.249
O	10.926	-5.422	-0.901
O	10.298	6.731	-1.755
O	14.658	6.92	-2.091
O	14.055	-3.807	-6.257
O	-1.304	7.319	-1.614
O	-1.621	6.458	20.033
O	17.638	-0.412	-4.782
O	21.907	1.328	-3.979
O	66.964	0.169	-6.38
O	20.418	1.432	17.334
O	17.375	1.529	18.637
O	19.042	5.375	16.007
O	-18.339	-4.011	-6.292
O	20.504	7.172	17.202
O	25.512	-4.457	-5.133
O	19.535	-7.489	-3.953
O	38.415	3.695	-4.627
O	20.624	-3.669	17.074
O	19.007	-0.484	19.529
O	26.696	-7.105	17.31
O	22.668	-2.01	17.17
O	25.779	-3.732	17.455
O	27.679	3.716	17.376
O	20.602	1.709	-1.68
O	22.095	3.457	17.045
O	23.99	5.262	16.467
O	25.022	7.317	17.577
O	38.226	5.495	19.965
O	24.357	-6.568	18.692
O	26.468	2.965	19.455
O	-15.078	6.135	-7.729
O	27.333	-1.748	16.952
O	29.27	-0.708	19.289
O	34.605	0.847	19.046
O	25.678	1.973	17.143
O	24.12	0.014	16.345
O	29.816	6.844	19.677
O	31.355	7.071	17.597
O	29.212	-1.221	-6.815
O	33.097	2.114	17.107
O	16.575	-8.274	-6.746
O	29.903	-3.996	17.51
O	32.002	5.893	-3.512
O	18.744	-3.087	19.85
O	21.135	5.662	-7.143
O	18.669	-0.314	16.282
O	26.448	7.244	-7.429
O	19.876	6.164	19.587
O	19.09	4.079	-7.197
O	28.461	4.384	-4.408
O	18.871	-5.436	16.306
O	21.706	-1.667	-7.359
O	32.29	5.853	19.814
O	27.013	-2.518	-6.002
O	21.898	-6.299	19.87
O	-34.644	-1.744	18.705
O	-33.695	-3.36	-5.705
O	23.144	3.588	-4.353
O	15.586	3.54	19.051
O	19.752	-7.648	19.296
O	26.697	2.562	-6.843
O	29.008	-5.397	19.753
O	27.53	-2.732	19.345
O	28.465	-1.156	-4.286
O	26.161	-8.094	19.714
O	30.095	-3.117	-3.527
O	26.994	0.012	-6.272
O	32.689	-2.86	-3.71
O	29.393	-0.277	16.172
O	35.446	2.82	-5.937
O	34.146	-1.561	-5.471
O	31.598	-5.238	-3.638
O	-43.24	1.333	-5.296
O	29.504	5.382	16.679
O	28.692	6.787	-3.342
O	52.831	4.861	-5.597
O	31.395	-5.645	18.708
O	20.593	3.31	-5.17
O	34.242	1.267	-1.918
O	19.302	1.187	-3.787
O	29.286	3.335	-7.391
O	27.38	-0.007	-0.634
O	20.295	7.081	-2.084
O	22.036	2.166	19.364
O	39.881	-1.623	-1.524
O	20.688	-0.746	-2.79
O	18.595	-5.053	-3.409
O	29.211	-6.457	17.383
O	-2.046	5.753	-4.208
O	-47.826	0.124	-4.254
O	39.368	-4.154	-1.574
O	47.604	0.728	-1.135
O	20.037	3.674	18.715
O	24.145	-7.876	-7.573
O	27.319	-5.702	-0.757
O	16.876	-7.046	17.035
O	23.112	-3.67	-6.147
O	66.277	-7.275	-0.853
O	32.774	-0.254	-3.572
O	47.58	1.366	18.188
O	30.16	2.958	-0.628
O	-6.135	6.766	-1.443
O	38.26	-6.22	-7.267
O	-20.759	-1.86	17.694
O	24.66	-8.079	-4.018
O	25.595	3.745	-3.206
O	24.905	0.962	20.074
O	30.392	-3.533	-6.633
O	36.844	-4.605	-1.234
O	27.48	-3.442	-3.57
O	24.178	-5.373	16.14
O	-57.458	2.599	20.156
O	22.066	-0.024	-0.517
O	24.046	5.801	-3.374
O	16.359	5.437	-0.792
O	21.911	5.44	-0.819
O	-43.854	-0.299	-3.394
O	20.127	-2.973	-1.472
O	16.42	-5.364	-0.947
O	-47.401	-6.514	-5.652
O	-34.439	0.153	-6.161
O	22.237	-6.626	17.245
O	56.603	-7.092	-2.823
O	25.69	1.601	-1.696
O	-25.131	5.37	-3.531
O	58.712	4.463	-1.445
O	17.15	-6.636	-4.761
O	21.668	-8.171	-6.726
O	28.79	-8.082	-1.187
O	37.668	-7.961	-4.885
O	24.774	-8.293	-0.642
O	25.201	-4.07	-1.513
O	31.243	1.882	-6.401
O	47.96	-2.528	-7.382
O	28.769	-1.875	-1.72
O	31.715	1	-1.485
O	-54.14	7.739	-5.859
O	-28.467	7.109	17.637
O	26.755	6.593	-1.442
O	31.435	7.279	-1.303
O	42.087	7.571	17.964
O	15.373	7.945	-4.383
O	28.482	6.38	-6.011
O	16.161	-8.014	19.378
O	31.597	-3.815	-1.462
O	42.138	5.537	-5.205
O	33.084	-0.598	17.576
O	35.096	0.485	16.533
O	31.656	4.332	-5.563
O	33.574	4.37	18.134
O	59.763	-5.422	-2.647
O	36.316	4.127	18.913
O	43.108	-7.368	-2.969
O	36.164	-7.573	-2.768
O	48.045	-1.68	20.062
O	36.791	-3.647	17.872
O	39.575	-4.047	-7.49
O	-43.438	1.443	20.202
O	38.69	-1.935	17.407
O	40.425	-4.248	19.264
O	40.197	0.074	16.617
O	40.514	2.557	-5.839
O	38.559	3.932	17.564
O	40.475	5.661	17.024
O	-18.776	-1.468	-5.662
O	-60.327	5.751	0.042
O	37.042	1.82	17.709
O	43.748	-5.551	-7.573
O	35.635	0.308	-6.511
O	44.901	0.408	-7.5
O	42.565	1.077	-6.42
O	-56.908	5.958	17.174
O	41.706	0.844	18.363
O	41.551	-1.842	18.675
O	45.954	5.451	17.087
O	47.9	6.886	17.94
O	50.596	-3.813	-3.028
O	51.821	-6.704	-6.572
O	29.93	-6.103	-7.065
O	47.722	-3.129	17.82
O	47.113	4.2	-5.945
O	36.729	-1.683	-5.188
O	37.546	5.49	-3.111
O	-20.794	3.768	17.267
O	38.379	2.837	19.858
O	-58.189	-3.212	-5.421
O	34.347	-1.682	19.887
O	45.029	3.627	-7.507
O	35.052	-5.303	16.838
O	-54.596	-2.893	16.943
O	50.797	5.432	17.819
O	42.569	-5.235	-4.402
O	-35	-5.248	16.731
O	-9.676	-1.88	17.427
O	63.077	-8.261	18.93
O	31.67	3.34	19.788
O	40.964	-6.919	19.562
O	43.976	-7.178	-5.52
O	44.402	-6.434	18.109
O	48.778	6.142	-5.77
O	56.688	-2.18	-0.036
O	45.769	-2.533	-3.969
O	43.315	-1.915	-3.12
O	47.659	-1.76	-2.261
O	45.795	-0.187	17.039
O	65.692	-1.721	-5.201
O	2.606	-0.683	16.356
O	45.063	-5.802	-3.616
O	27.941	2.515	-2.748
O	33.402	-1.044	-1.152
O	54.156	-6.884	-7.707
O	33.811	7.513	-2.572
O	-17.609	-3.05	19.604
O	46.213	-5.088	16.949
O	35.741	-2.044	-7.586
O	65.412	-2.373	16.932
O	46.459	-2.811	0.127
O	40.825	3.197	-0.422
O	45.28	2.452	-2.748
O	32.248	-6.463	-5.836
O	36.894	6.519	-0.862
O	-59.605	0.051	-7.626
O	-54.84	0.827	-5.689
O	-55.519	4.542	-3.222
O	33.926	-6.555	-3.85
O	-41.816	-7.894	20.218
O	-9.406	-3.762	-6.27
O	49.183	0.137	-3.19
O	43.044	4.824	20.231
O	-33.528	0.829	-0.673
O	44.221	3.671	18.184
O	36.348	7.914	-7.222
O	59.184	-0.312	20.092
O	42.176	-3.085	-0.806
O	2.724	-5.241	-3.476
O	14.817	-6.392	-6.122
O	64.033	1.095	-0.992
O	48.183	-3.613	-4.145
O	53.104	-3.314	17.834
O	46.243	2.757	-0.068
O	45.408	-6.269	-1.016
O	54.959	5.566	-4.397
O	47.849	6.187	-1.457
O	57.636	-4.461	-3.848
O	-53.93	0.846	-3.272
O	-33.902	2.644	-2.499
O	45.731	7.894	18.991
O	-56.644	5.08	19.742
O	-60.16	-1.998	19.776
O	-53.225	1.256	19.295
O	36.658	1.963	-1.313
O	38.23	0.118	-0.416
O	43.815	6.464	-3.39
O	-19.665	-1.6	20.152
O	32.883	5.449	-0.318
O	39.231	5.321	-1.082
O	52.9	-0.854	18.9
O	-61.042	7.057	17.955
O	33.148	-5.746	-0.407
O	35.398	-2.646	-0.425
O	61.818	0.134	-5.966
O	39.676	-5.995	17.499
O	-20.09	7.295	-0.675
O	52.338	-0.411	-5.949
O	47.226	1.399	-4.312
O	-31.584	-1.404	-1.681
O	54.428	1.198	-6.171
O	53.823	3.334	-3.489
O	-20.845	4.94	-7.715
O	50.535	-5.916	-1.319
O	40.744	-7.909	-0.069
O	-43.507	5.287	-0.409
O	11.714	7.246	19.495
O	-7.103	-7.91	-6.04
O	44.395	-1.582	-0.863
O	-6.667	2.142	-1.578
O	44.378	4.258	-1.094
O	43.329	-5.321	0.165
O	42.69	7.041	-1.094
O	60.413	-7.742	16.941
O	35.165	7.653	-4.884
O	31.621	-7.812	-3.613
O	-51.193	-0.447	19.61
O	-47.154	7.272	-6.062
O	-32.988	4.455	19.609
O	55.36	1.448	-2.384
O	49.73	-1.486	17.984
O	53.1	1.657	18.028
O	-20.828	-1.153	-4.01
O	50.649	7.686	19.316
O	49.318	3.277	17.915
O	54.475	-7.731	17.024
O	-50.233	-6.543	18.509
O	52.632	-4.325	-1.207
O	-61.752	1.493	-5.104
O	3.274	4.125	-6.51
O	55.779	-1.084	-6.509
O	-5.196	-2.828	15.957
O	55.179	-1.742	17.895
O	59.756	-2.303	17.174
O	56.87	0.024	16.891
O	-36.834	-6.535	-1.166
O	55.896	3.816	18.146
O	57.039	5.669	16.857
O	58.545	7.323	18.061
O	32.013	-2.677	16.651
O	57.905	-3.904	18.008
O	58.385	4.099	19.297
O	57.699	-2.998	-6.659
O	56.913	0.929	-5.274
O	61.075	-0.255	18.269
O	42.929	2.077	-1.451
O	63.945	1.968	18.361
O	63.783	3.436	-4.958
O	60.115	2.089	19.211
O	62.689	5.812	16.982
O	64.921	7.226	17.488
O	65.51	-7.788	19.806
O	50.019	-5.318	-5.085
O	49.652	-7.845	-5.68
O	66.079	-5.276	-2.385
O	-53.321	-7.127	17.987
O	34.73	3.72	-1.001
O	54.604	5.106	-7.503
O	51.32	0.221	16.832
O	58.858	6.424	-7.613
O	53.137	7.228	-6.756
O	-53.52	-7.615	-3.441
O	-33.816	1.69	17.749
O	51.525	-5.22	17.028
O	49.732	-3.628	19.484
O	67.35	6.852	-5.088
O	56.434	-5.612	16.754
O	53.767	-7.213	-5.026
O	56.284	-5.824	19.198
O	7.637	-6.226	19.401
O	57.714	0.376	-2.806
O	-41.327	3.136	20.156
O	57.276	5.302	-5.726
O	-14.352	2.97	-3.808
O	61.716	-5.785	-6.575
O	59.977	1.5	-7.081
O	62.779	-5.013	20.192
O	58.622	-6.333	18.154
O	54.625	-0.08	-0.084
O	-5.15	-8.281	16.338
O	65.043	-5.245	0.154
O	63.825	4.626	-7.201
O	63.963	-3.891	-4.128
O	63.087	-1.298	-4.253
O	60.888	-3.939	-0.74
O	62.375	5.681	-5.062
O	57.488	-1.51	-4.566
O	64.06	-6.253	-5.473
O	-61.671	2.727	-7.41
O	-54.871	3.18	20.012
O	66.767	-6.963	17.762
O	50.176	-6.139	20.216
O	66.989	4.014	-0.899
O	53.202	0.879	-3.838
O	57.306	2.996	-3.044
O	59.636	0.27	-0.088
O	-53.496	4.659	-1.418
O	52.249	7.17	-1.03
O	54.764	0.688	19.797
O	-15.338	2.132	-6.088
O	9.62	1.297	-5.23
O	56.573	7.606	-4.902
O	61.875	-5.71	17.771
O	54.061	-7.279	-2.414
O	64.371	0.435	-5.775
O	59.73	-1.212	-6.665
O	60.802	4.307	18.126
O	-37.331	-5.232	-3.341
O	-44.486	-5.187	-5.908
O	13.665	6.123	-4.483
O	52.884	6.901	18.213
O	65.641	3.41	17.023
O	49.56	-6.84	17.75
O	55.134	-4.933	-3.103
O	-26.302	7.744	-3.797
O	66.283	1.781	-2.135
O	-11.369	-0.99	-6.205
O	62.472	3.007	-0.06
O	61.688	-7.352	-1.089
O	-61.708	-8.049	-3.564
O	-0.632	-7.44	18.936
O	-17.862	-5.641	20.15
O	63.582	7.418	-0.506
O	-21.255	5.517	-5.275
O	-48.544	-0.032	19.528
O	-51.82	-1.752	-7.139
O	61.929	-3.264	-5.601
O	-13.982	-1.708	17.656
O	-57.113	-2.135	-7.559
O	-15.845	-2.047	-1.418
O	57.187	5.688	-3.135
O	51.991	2.2	-5.832
O	48.966	5.605	0.761
O	54.308	5.717	-0.144
O	-40.144	-6.213	-6.167
O	-0.688	-3.475	-7.635
O	48.576	-4.808	-0.043
O	51.468	-2.459	-0.017
O	-15.602	3.834	17.534
O	59.446	0.377	-4.721
O	62.611	6.977	-2.816
O	57.471	1.794	-0.689
O	65.221	-0.516	-2.852
O	56.087	4.239	-1.155
O	-35.342	0.042	16.424
O	-9.035	6.319	18.511
O	-7.445	4.488	-2.428
O	67.202	4.486	-4.336
O	57.1	-7.872	0.088
O	-19.959	-4.384	-2.495
O	55.486	-5.925	-0.693
O	-5.795	-0.853	-3.696
O	61.533	-1.421	-0.86
O	-43.124	-3.25	19.79
O	61.027	5.185	-0.641
O	6.601	3.96	17.591
O	59.046	6.966	-0.92
O	-24.684	-6.569	-3.861
O	-58.61	-1.725	17.702
O	51.935	-8.322	-3.529
O	60.327	5.905	-3.063
O	48.201	-7.712	19.802
O	-18.93	-0.221	16.663
O	-16.743	-7.943	19.469
O	-16.431	-7.602	-3.642
O	-61.318	1.344	17.868
O	66.2	1.181	19.21
O	67.755	5.41	16.915
O	-56.959	6.957	-5.941
O	-51.662	-7.947	-0.389
O	-57.643	-5.327	-3.964
O	-62.019	-4.6	-3.333
O	-41.3	0.163	-3.897
O	-60.615	-3.446	17.686
O	-36.692	4.946	-1.029
O	22.076	-7.876	-3.484
O	-1.124	-0.875	-3.631
O	-1.704	-0.237	19.981
O	-57.059	0.155	16.882
O	-60.95	3.939	-5.106
O	-58.454	4.217	17.994
O	-3.405	-3.485	-6.875
O	-11.536	1.189	17.928
O	-59.565	-3.884	-2.253
O	-58.47	-3.929	19.134
O	-54.712	7.106	17.625
O	-29.618	4.591	-3.315
O	-57.468	0.427	-6.081
O	-53.296	-1.153	18.278
O	-34.252	-8.192	-6.416
O	-50.146	0.945	17.633
O	-55.303	1.871	17.785
O	-58.041	-6.343	-1.572
O	-51.667	5.421	16.917
O	-48.735	7.959	19.773
O	-49.632	-3.315	-7.125
O	-49.851	-5.547	-5.77
O	-53.385	-6.15	-1.317
O	-50.046	-3.912	18.045
O	-29.735	-1.253	19.6
O	22.429	-4.277	-1.312
O	-1.532	-3.397	-4.288
O	67.244	-0.885	18.001
O	-61.809	2.969	19.9
O	-60.733	5.326	19.966
O	-9.965	7.82	-3.167
O	-27.603	-3.535	-3.235
O	-62.34	-5.165	16.732
O	-1.129	0.805	-1.639
O	-46.578	5.185	16.728
O	-53.784	-2.575	-3.453
O	-59.726	-2.546	-7.362
O	-58.242	-6.394	18.183
O	-6.878	1.625	19.769
O	-56.487	0.297	-3.694
O	-31.96	3.915	17.232
O	-58.136	-4.572	-7.619
O	-45.981	5.865	20.02
O	-51.941	-4.849	19.654
O	-53.946	3.078	-4.724
O	-52.985	-1.86	-1.027
O	-55.517	-7.404	19.408
O	-49.909	4.306	-2.011
O	-58.859	-1.446	-1.355
O	-49.02	5.279	19.941
O	-31.297	-8.093	-5.866
O	-48.146	-1.317	-1.018
O	-45.794	-4.741	-3.107
O	-13.52	4.923	16.562
O	-59.622	7.44	-2.167
O	-61.011	5.437	-3.055
O	-6.668	6.223	17.394
O	-47.769	4.786	-5.525
O	66.151	-0.325	-0.483
O	59.24	3.979	-6.725
O	66.424	-5.19	19.693
O	-50.403	1.716	-1.676
O	-29.322	2.213	-4.248
O	60.448	-7.615	19.51
O	-54.221	0.24	0.106
O	66.288	-7.612	-3.54
O	-60.566	-6.386	-2.039
O	40.026	-0.507	20.239
O	67.723	-7.114	-5.789
O	66.627	-2.811	-3.013
O	-50.934	3.049	-4.092
O	-4.756	3.681	-6.227
O	-57.323	-2.86	-3.035
O	-24.065	5.732	16.47
O	-4.112	-1.834	-1.754
O	-42.666	1.88	-2.62
O	-62.066	0.345	20.037
O	-22.176	-1.794	20.069
O	-17.57	7.718	17.058
O	-58.652	6.634	19.036
O	-57.464	-3.349	-0.492
O	-21.385	2.877	19.586
O	-46.119	-2.586	0.145
O	-55.69	-3.797	-4.866
O	-48.533	2.464	-3.261
O	-31.339	3.945	-1.333
O	-51.958	2.923	-0.159
O	-53.637	6.217	-3.615
O	-49.742	6.687	-1.044
O	-50.42	6.281	-3.561
O	-57.472	-7.896	-3.781
O	43.237	3.897	-3.46
O	-29.001	-6.891	-6.628
O	-51.101	6.843	19.817
O	23.667	-6.529	-2.024
O	64.607	-3.979	-6.647
O	27.936	1.182	18.067
O	-62.237	1.774	-0.56
O	-34.673	-5.017	-3.341
O	-58.604	6.072	-4.079
O	52.642	5.523	-3.042
O	65.173	5.585	0.127
O	6.462	7.213	-6.248
O	-28.96	4.297	-5.848
O	-61.576	-4.428	-0.783
O	-12.345	4.686	-6.191
O	67.757	-2.365	0.069
O	-24.247	-5.673	16.593
O	-58.759	4.88	-1.658
O	-27.428	-6.141	-3.515
O	-55.821	1.453	-1.418
O	64.754	6.044	19.817
O	-53.293	3.546	17.879
O	-49.608	-1.189	-5.707
O	7.714	-6.311	-4.564
O	-8.534	-6.598	-4.137
O	-47.154	-6.345	-1.373
O	-57.052	-8.22	-0.292
O	-60.166	0.266	-0.056
O	44.227	-4.044	-1.929
O	-32.97	-6.578	19.133
O	-44.475	-4.426	-0.895
O	37.058	5.906	-5.639
O	-47.053	-2.026	-5.422
O	30.595	1.165	17.721
O	-55.295	6.51	-1.426
O	-20.406	-6.554	17.509
O	-53.651	-5.104	-3.809
O	-27.139	3.706	-3.928
O	-25.261	0.393	-2.946
O	-50.136	-3.138	-1.199
O	-13.043	-4.317	-3.987
O	-46.413	-0.226	16.809
O	-44.613	1.386	17.838
O	-37.15	3.669	17.462
O	-48.642	3.032	16.842
O	-42.202	-7.166	17.721
O	-40.889	-5.023	-3.455
O	-42.207	-3.939	-5.546
O	-21.545	-6.134	19.827
O	-44.528	-3.168	17.586
O	-44.095	-0.91	19.062
O	-36.558	-7.229	17.701
O	-42.2	-1.966	17.638
O	-34.39	2.289	-7.649
O	-40.75	0.042	16.755
O	-45.994	4.578	-3.557
O	-42.11	4.073	17.892
O	-40.677	5.784	16.692
O	-7.835	-3.747	-4.131
O	-15.038	-5.685	-4.901
O	26.435	6.224	-4.408
O	-10.946	5.357	-0.435
O	-41.18	-1.127	-6.123
O	-37.736	2.699	19.778
O	-33.188	-7.946	-4.023
O	-26.273	-6.641	17.809
O	-32.12	1.282	-6.778
O	-38.917	1.709	17.646
O	-33.157	1.052	20.235
O	-35.306	5.361	16.622
O	-33.179	6.299	17.64
O	-6.197	-4.849	17.225
O	-44.468	-2.576	-5.875
O	-51.813	7.655	-5.115
O	-15.415	-8.171	-5.944
O	-37.97	5.607	-3.445
O	-17.313	7.376	-1.485
O	-38.732	7.52	17.708
O	-38.376	3.433	-2.084
O	-7.917	-3.244	-0.68
O	-59.402	2.15	-6.086
O	-9.042	3.019	-3.98
O	-54.982	-3.647	-1.29
O	-46.078	-5.235	16.846
O	-3.519	-1.311	17.287
O	49.773	3.787	-5.857
O	-39.089	-1.029	-4.653
O	25.371	-1.396	18.713
O	38.6	7.716	-2.428
O	-29.818	-4.871	-3.269
O	-1.874	-4.053	-1.739
O	-50.286	1.934	20.006
O	-43.56	-5.847	19.492
O	-38.267	3.355	-4.754
O	-38.758	-4.1	20.056
O	-36.76	5.247	-5.738
O	-34.852	0.169	-2.797
O	-40.812	-5.412	16.393
O	-36.958	-1.243	-3.319
O	-36.943	0.271	-5.447
O	-32.338	-3.959	-2.893
O	16.604	-2.373	16.209
O	-27.97	0.59	20.012
O	-29.595	-1.004	-7.123
O	-9.231	-1.642	-4.767
O	-42.613	-6.946	-5.54
O	-5.89	-5.377	-0.686
O	-30.889	5.66	18.78
O	-34.952	4.397	-3.969
O	47.858	3.171	20.123
O	11.895	3.415	17.236
O	-48.364	-5.78	20.124
O	-29.772	-5.529	16.634
O	-44.978	-2.249	-2.258
O	-40.415	2.757	-3.412
O	-38.131	0.02	-0.393
O	-5.834	-3.261	-5.821
O	-45.57	6.375	-1.547
O	-0.973	-4.579	17.201
O	-11.143	-6.175	-3.619
O	-49.66	6.532	-6.087
O	-3.817	-6.089	17.076
O	-55.658	-6.373	-2.594
O	-43.248	-3.968	-3.173
O	-38.249	1.117	-3.357
O	-33.717	-4.061	19.156
O	36.399	-1.1	18.396
O	-45.975	0.635	19.955
O	-13.824	-1.061	20.151
O	-48.385	-5.478	-3.546
O	-40.329	1.445	-1.152
O	-38.537	-4.384	-1.108
O	-47.749	-6.958	17.802
O	-41.116	-2.439	-3.776
O	-31.098	-3.493	-5.164
O	-32.239	0.761	-2.962
O	23.673	-1.942	-1.439
O	-35.435	2.697	-0.202
O	-35.117	7.853	-0.304
O	-25.642	6.116	-5.97
O	-31.296	6.315	-2.348
O	-40.732	-7.595	-3.959
O	-31.807	-5.877	-4.615
O	-34.164	5.534	-6.197
O	-34.583	-2.405	-3.065
O	-21.946	7.803	16.596
O	-15.635	6.46	17.995
O	-20.068	-1.982	-1.399
O	-44.826	0.223	-1.02
O	-42.698	-1.284	-1.216
O	50.055	-2.739	-5.529
O	-35.067	2.848	19.879
O	-31.434	7.845	20.004
O	33.482	-7.001	17.942
O	-40.986	7.525	-6.304
O	2.856	7.877	-4.315
O	-49.211	-5.398	-0.147
O	-8.227	7.982	-0.55
O	-45.045	-7.734	-6.039
O	-38.821	-6.264	18.436
O	-45.617	-7.863	20.088
O	-12.898	2.035	-1.679
O	-2.252	4.392	18.696
O	-41.557	3.748	-1.18
O	-47.319	4.41	-1.247
O	-21.994	-7.137	-4.369
O	48.494	4.662	-3.64
O	-31.183	-7.742	-0.921
O	-40.71	7.872	-0.295
O	-40.721	-2.835	-0.415
O	-41.885	-6.661	-1.651
O	-29.949	-0.308	-3.496
O	-35.971	-1.5	-0.979
O	46.747	-4.29	-2.217
O	-21.632	-4.865	-0.405
O	-24.543	2.773	-3.648
O	-11.854	-4.529	-1.666
O	-35.331	6.92	-4.299
O	-56.543	2.635	-4.824
O	-47.96	6.161	-2.86
O	36.47	6.572	18.095
O	7.224	-4.278	-2.943
O	-34.298	-3.889	-1.049
O	-27.532	0.423	-4.104
O	-32.897	-3.099	16.581
O	-29.129	0.475	17.641
O	-35.659	0.52	19.224
O	-29.898	5.341	16.313
O	-55.583	4.765	-5.921
O	63.416	-3.323	-0.809
O	-25.187	0.269	-5.589
O	-15.499	-3.321	-3.734
O	-16.635	4.082	-4.876
O	-28.076	-3.544	17.438
O	-7.333	4.127	18.905
O	-27.642	2.58	17.318
O	-26.22	-1.621	17.744
O	-26.728	-5.811	-7.72
O	-24.385	0.104	16.844
O	64.038	-7.109	-2.337
O	-25.588	4.088	17.738
O	-12.687	-6.183	19.706
O	-22.182	-4.557	17.722
O	-20.965	-7.782	-6.739
O	-25.695	-4.126	18.359
O	-5.517	-0.031	-0.678
O	-23.154	-4.11	-6.462
O	26.047	1.53	-4.372
O	-6.188	-5.668	-4.801
O	-21.041	0.331	18.995
O	-17.384	1.505	17.745
O	-22.892	2.232	17.538
O	-22.849	4.745	18.63
O	-18.918	5.421	16.561
O	40.92	-3.41	-3.451
O	-20.758	-3.105	-6.24
O	40.037	-5.288	-5.249
O	-36.059	-4.529	-5.536
O	-16.083	-2.957	16.698
O	-28.259	-5.002	-1.19
O	-27.026	-0.467	-7.022
O	-12.07	3.618	18.384
O	-31.297	-1.371	17.595
O	-26.618	2.819	19.786
O	28.134	-4.817	-5.729
O	54.153	-2.778	20.147
O	-27.913	4.812	18.738
O	-5.358	-3.479	-3.334
O	14.384	0.779	-4.256
O	-1.164	4.067	-6.088
O	1.327	-0.511	-5.447
O	-23.685	-6.679	-6.298
O	61.816	-3.052	-2.939
O	-1.788	-2.664	18.792
O	-22.877	0.508	-3.871
O	33.128	2.41	-4.595
O	-26.659	7.065	19.495
O	-23.368	4.808	-6.659
O	-30.331	-6.218	19.349
O	-18.978	2.896	-5.454
O	-20.299	0.674	-5.755
O	-30.517	-7.82	-3.405
O	-17.955	-2.673	-2.978
O	-9.727	0.838	-5.213
O	-16.363	5.265	-0.376
O	-49.549	6.679	17.704
O	-6.384	-0.11	-6.241
O	-13.816	-3.704	19.432
O	3.632	-1.693	-4.99
O	16.257	0.241	-1.088
O	-7.238	1.22	-4.248
O	-4.526	-7.425	-1.661
O	-18.92	5.196	-4.053
O	-39.102	5.928	-1.134
O	14.472	-3.468	20.232
O	-30.675	-3.638	18.85
O	-28.755	1.364	-1.821
O	-49.398	1.673	-5.627
O	-51.072	3.109	-6.967
O	-21.727	-0.168	-0.56
O	-15.076	6.591	-2.679
O	-29.001	7.294	-1.451
O	11.532	4.801	-4.578
O	23.376	-5.849	-4.587
O	28.95	5.333	-1.226
O	6.813	-0.432	18.701
O	-17.624	-4.818	17.636
O	-24.976	-3.854	-3.183
O	18.502	1.863	-6.073
O	-4.979	-5.786	19.377
O	-27.135	-5.357	20.149
O	-30.561	1.215	19.723
O	-4.876	3.344	19.215
O	49.723	1.423	19.817
O	49.665	-0.788	-0.803
O	-6.343	-7.943	-3.517
O	-31.347	-7.575	17.382
O	-32.135	-1.761	-6.905
O	-23.044	-2.066	-3.05
O	-26.073	-1.747	-4.258
O	-19.761	-6.03	-5.162
O	-19.013	2.568	-0.537
O	-51.924	-5.281	16.994
O	-12.996	6.252	-4.108
O	29.236	4.361	20.231
O	-23.868	7.45	-4.713
O	-12.71	7.017	-1.512
O	63.463	-3.647	18.022
O	53.077	1.752	-1.311
O	67.616	-0.521	-3.893
O	-41.146	5.826	19.673
O	-6.395	5.748	-6.369
O	-48.893	-2.148	-3.425
O	-27.238	-0.151	-0.418
O	-15.05	-7.489	-1.405
O	-24.174	6.693	19.92
O	-33.088	5.685	-0.277
O	-27.35	5.475	-0.507
O	62.826	-8.197	-7.151
O	-33.666	2.453	-5.091
O	-32.62	-5.664	-0.245
O	61.488	6.369	19.929
O	-23.722	-3.385	-0.947
O	66.318	-4.764	-4.849
O	-2.164	-5.854	-3.692
O	-23.391	1.642	-1.533
O	-18.372	5.151	-6.561
O	-25.797	3.708	-1.598
O	-48.521	-2.218	16.833
O	-11.33	-4.012	17.347
O	-22.497	-4.746	-2.841
O	0.429	5.056	19.141
O	-24.404	7.931	-0.371
O	44.772	1.615	-5.163
O	-26.006	-6.896	-1.599
O	41.064	7.894	-5.817
O	-35.877	-2.053	-6.217
O	-17.32	0.724	-1.453
O	-20.477	4.629	-1.223
O	-20.844	-6.786	-1.701
O	-22.539	6.189	-0.922
O	-54.523	-1.664	-7.565
O	66.704	5.12	-6.961
O	14.524	-3.968	-2.032
O	-21.049	6.427	-2.954
O	47.813	7.886	-7.498
O	-18.272	-3.641	-0.653
O	50.147	-1.012	-7.363
O	-39.267	-6.624	-2.107
O	37.737	-4.108	-5.618
O	-15.306	0.978	19.225
O	28.505	1.825	-5.164
O	-0.035	1.713	-6.126
O	-11.899	6.267	17.718
O	-17.447	-0.36	19.656
O	-37.536	-7.876	20.048
O	1.839	4.403	-4.412
O	58.552	-6.9	-4.499
O	-10.692	7.944	16.245
O	-27.372	-2.803	19.866
O	-11.713	-2.166	19.077
O	-53.595	7.317	19.964
O	-6.421	2.103	17.316
O	38.564	-5.774	19.891
O	-10.403	2.704	16.307
O	-8.548	4.559	16.704
O	-45.376	7.229	17.768
O	-43.601	6.727	19.5
O	62.167	4.08	-3.078
O	-8.334	6.504	-4.926
O	37.918	-7.932	16.963
O	-16.394	-5.545	-0.407
O	-55.295	-1.096	-1.923
O	-10.794	6.66	-5.366
O	-1.175	0.795	17.348
O	42.491	-4.16	17.856
O	-3.954	6.17	-5.815
O	-2.643	5.267	16.02
O	-0.942	6.427	17.441
O	35.272	-7.81	-0.111
O	-1.041	-6.609	-6.008
O	-17.302	-6.401	-5.894
O	24.397	6.405	-5.952
O	64.407	-5.993	18.297
O	59.658	-6.042	-0.12
O	-49.431	-7.738	-4.414
O	-59.263	-8.225	-5.752
O	35.448	3.018	-3.402
O	-13.953	5.076	19.203
O	49.718	4.237	-1.276
O	58.271	-3.979	-0.992
O	-13.355	-5.636	16.616
O	-8.799	-7.394	17.553
O	-45.212	4.231	-6.034
O	64.99	5.75	-5.107
O	-12.926	1.503	20.021
O	-9.682	-1.695	-1.754
O	-29.291	6.788	-6.642
O	-24.678	-6.101	19.857
O	-9.885	5.306	-3.21
O	-52.171	1.262	-5.404
O	49.593	1.283	-5.524
O	-39.451	-3.827	17.712
O	-11.289	0.147	-0.99
O	62.729	1.373	-3.839
O	-4.992	4.179	-1.311
O	1.084	-7.798	-1.672
O	0.465	2.766	16.419
O	31.562	-1.396	-5.618
O	39.534	5.989	-4.875
O	41.279	7.117	-3.308
O	-19.214	-6.064	-7.716
O	45.304	-0.097	-3.262
O	32.714	6.777	-5.878
O	-44.522	2.07	-7.453
O	-4.285	6.75	-3.226
O	42.881	-8.084	-7.703
O	-16.322	-0.736	-3.521
O	17.845	3.949	-2.14
O	-15.284	-5.845	20.035
O	0.605	1.066	-3.571
O	0.205	-4.892	-3.094
O	-61.984	3.049	-2.759
O	-45.332	-0.098	-6.124
O	-16.635	1.805	-3.752
O	44.741	5.094	-5.379
O	-3.924	-1.556	19.873
O	-13.028	7.209	-6.523
O	-0.523	3.869	-3.49
O	-14.317	-3.337	-6.049
O	4.981	-2.441	18.794
O	-35.7	-6.935	-4.612
O	-39.401	5.508	-5.743
O	-2.944	3.22	-4.358
O	-3.793	3.142	16.973
O	34.102	4.814	-4.806
O	7.218	-2.728	19.977
O	1.533	-2.962	-4.192
O	65.197	3.525	20.128
O	17.542	-2.015	-6.815
O	-15.222	-7.334	17.428
O	-32.252	4.287	-3.783
O	-26.056	-2.066	-1.622
O	38.164	-2.442	19.867
O	-22.842	-1.595	-5.604
O	-7.964	-1.839	-7.373
O	-43.136	-0.195	-7.526
O	57.787	1.963	18.09
O	48.198	-0.84	-5.468
O	-7.716	-5.647	20.09
O	30.519	2.683	-3.898
O	-32.29	-1.919	19.959
O	15.677	2.253	-6.085
O	-11.287	-0.574	-3.578
O	-46.151	2.436	-0.267
O	22.751	-4.302	18.506
O	-59.779	2.791	16.479
O	23.491	3.691	-1.745
O	22.569	2.148	-6.428
O	-29.906	-2.977	-0.511
O	-18.733	0.294	-3.639
O	-41.004	-5.437	19.424
O	44.07	-0.925	-5.405
O	43.789	-2.291	16.836
O	59.872	-4.723	-5.114
O	-13.615	-2.957	-0.537
O	-4.08	-3.685	18.242
O	39.269	-1.979	-5.948
O	-15.179	3.166	-1.279
O	12.767	-3.56	-4.016
O	56.193	-6.07	-5.221
O	-9.581	3.399	-1.436
O	41.573	-3.3	-5.952
O	-16.628	4.778	19.758
O	-9.552	-6.431	-1.603
O	31.913	-7.944	19.826
O	23.639	-3.468	-3.557
O	55.625	-3.37	-5.17
O	17.556	3.898	17.383
O	-32.276	-1.418	-4.296
O	1.784	-2.709	-6.696
O	-59.693	1.364	20.062
O	-10.59	-7.986	19.387
O	43.391	-7.765	20.071
O	-39.526	4.123	18.543
O	61.202	2.976	-5.291
O	-13.258	4.622	-2.14
O	52.226	-5.732	-3.396
O	-61.221	-0.971	-5.8
O	-10.482	-3.711	-3.818
O	-4.685	1.302	-4.909
O	60.136	-3.718	-7.436
O	-61.822	7.797	-0.912
O	50.19	6.422	-2.585
O	37.899	1.562	-5.907
O	-2.88	2.606	-0.765
O	-7.897	-0.065	16.575
O	49.5	-6.129	-7.542
O	-3.524	-1.741	-4.29
O	21.101	-2.212	19.182
O	-19.726	7.669	-4.689
O	29.568	1.79	19.975
O	-8.338	6.593	-7.701
O	19.546	-2.735	-4.018
O	-5.496	3.433	-3.715
O	-19.835	-4.389	18.945
O	45.964	6.075	-7.554
O	-56.645	-4.905	16.901
O	1.155	-5.286	-5.517
O	-9.255	0.744	-2.627
O	-2.863	-8.077	-4.813
O	-9.459	-3.71	19.22
O	-46.798	2.427	-5.094
O	38.203	-6.036	-3.101
O	38.441	-2.599	-3.504
O	38.636	3.755	-7.184
O	-53.357	-3.438	-5.909
O	6.321	-7.902	16.779
O	-47.693	-3.768	-1.74
O	-60.961	-7.345	-7.597
O	-37.024	-1.335	17.709
O	-21.532	3	-6.117

Results
total energy: -751514.617 eV
total energy less fixed offsets of O -438.25, Si -107.07 eV per atom: 38.663 eV

Forces (eV/angstrom) on atoms 1621 to 1934 of the 3456, counted in the order above; the others are left out for length: element, x, y, z
Si	-0.053	0.034	0.016
Si	-0.006	-0.049	-0.046
Si	0.014	0.047	-0.04
Si	-0.036	-0.015	-0.038
Si	-0.006	-0.009	-0.009
Si	0.008	0.006	0.008
Si	-0.058	0.015	-0.007
Si	0.012	0.025	-0.026
Si	-0.008	0.007	-0.033
Si	-0.034	-0.04	-0.03
Si	0.008	0.013	0.025
Si	0.039	-0.018	-0.022
Si	-0.001	-0.002	0.013
Si	0.015	0.012	-0.039
Si	0.027	-0.019	-0.054
Si	0	0.001	0.004
Si	0.026	0.038	-0.008
Si	-0.016	-0.032	-0.013
Si	0.008	-0.001	0.063
Si	0.052	0.011	0.062
Si	-0.047	0.088	0.076
Si	0.071	-0.015	0.044
Si	-0.008	-0.03	0.011
Si	0.008	0.003	0.033
Si	-0.002	0.027	0.019
Si	0.045	-0.004	0.013
Si	-0.022	0.058	0.02
Si	0.029	-0.007	0.025
Si	0.009	-0.061	0.034
Si	-0.016	0.012	0.02
Si	-0.069	0.021	0.046
Si	0.013	-0.06	0.037
Si	-0.015	0	0.035
Si	-0.034	-0.002	0.054
Si	-0.011	-0.015	-0.033
Si	-0.022	0.007	0.059
Si	0.053	0.302	-0.712
Si	-0.445	-0.326	-0.598
Si	-0.134	-0.289	-0.633
Si	-0.443	-0.304	-0.621
Si	-0.077	-0.135	-0.756
Si	0.061	0.071	-0.765
Si	-0.054	-0.091	-0.74
Si	0.197	0.002	-0.645
Si	-0.057	0.072	-0.679
Si	-0.197	-0.142	-0.758
Si	0.233	0.406	-0.572
Si	-0.466	-0.178	-0.566
Si	0.279	0.268	-0.675
Si	-0.123	-0.097	-0.626
Si	-0.248	-0.061	-0.693
Si	0.322	0.378	-0.624
Si	0.199	0.059	-0.633
Si	-0.199	-0.055	-0.74
Si	0.188	0.012	-0.034
Si	0.107	-0.009	-0.087
Si	0.104	-0.009	0.041
Si	-0.048	0.181	-0.054
Si	0.076	0.052	0.146
Si	0.064	-0.047	-0.144
Si	-0.065	-0.165	0.037
Si	-0.077	-0.022	-0.067
Si	0.122	0.017	0.116
Si	0.069	0.055	0.102
Si	-0.003	-0.063	-0.113
Si	0.03	0.128	0.09
Si	0.014	-0.117	0.043
Si	-0.092	-0.084	-0.034
Si	-0.027	-0.02	0.086
Si	0.013	0.042	-0.005
Si	-0.045	-0.095	-0.294
Si	0.012	-0.054	-0.015
Si	0.01	-0.006	-0.093
Si	0.045	-0.072	-0.022
Si	0.002	0.071	-0.136
Si	0.08	-0.009	0.045
Si	0.06	-0.144	0.001
Si	-0.132	-0.063	0.002
Si	0.026	-0.119	-0.064
Si	0.026	-0.039	0.188
Si	-0.051	0.047	0.067
Si	0.062	0.043	-0.094
Si	0.054	-0.1	-0.057
Si	-0.01	0.049	0.132
Si	0.135	-0.108	0.085
Si	0.007	0.11	0.12
Si	-0.106	0.033	0.258
Si	-0.08	-0.101	-0.165
Si	0.007	0.053	0.047
Si	-0.034	-0.08	-0.115
Si	-0.073	-0.026	0.096
Si	-0.052	-0.116	0.051
Si	-0.073	0.07	0.006
Si	0.096	-0.22	0.239
Si	0.029	0.019	0.002
Si	0.054	-0.173	0.101
Si	-0.064	0.015	-0.021
Si	-0.075	-0.044	0.079
Si	-0.012	-0.073	-0.127
Si	0.12	0.091	-0.058
Si	0.1	-0.006	0.081
Si	0.021	-0.078	-0.029
Si	0.005	0.108	0.056
Si	0.026	-0.023	-0.016
Si	-0.106	0.166	-0.169
Si	0.045	0.037	-0.164
Si	-0.002	0.078	-0.021
Si	-0.061	0.075	0.098
Si	-0.04	-0.003	-0.01
Si	0.009	0.001	-0.013
Si	0.011	-0.004	-0.019
Si	-0.006	0.011	-0.011
Si	-0.018	-0.009	-0.026
Si	0.016	-0.018	-0.007
Si	-0.016	0.007	0.006
Si	-0.015	-0.017	-0.001
Si	0.019	-0.009	-0.013
Si	0.008	-0.015	-0.017
Si	-0.012	0.008	0.01
Si	-0.002	0.002	-0.001
Si	-0.023	-0.008	-0.007
Si	0.003	0.005	0.011
Si	0.003	-0.002	-0.014
Si	-0.011	-0.008	0.021
Si	-0.009	-0.015	-0.017
Si	0.027	-0.014	-0.003
Si	-0.003	0.016	-0.018
Si	0.011	-0.012	0.003
Si	-0.002	0.016	0.014
Si	-0.009	0.004	-0.011
Si	-0.02	-0.007	-0.007
Si	0.014	0.005	-0.002
Si	-0.02	0.004	-0.011
Si	0.008	-0.035	0.001
Si	-0.009	0.015	-0.018
Si	0.006	0.002	0.002
Si	-0.01	0.011	0.006
Si	0.004	-0.005	0.001
Si	0.014	0.012	-0.016
Si	0.028	0.007	-0.016
Si	0.013	0.007	-0.011
Si	-0.018	-0.015	0.002
Si	-0.032	0.011	0.003
Si	-0.015	-0.008	-0.009
Si	0.011	0.007	0.006
Si	0.016	-0.004	-0.013
Si	0.033	-0.003	0.006
Si	0.023	0.025	-0.011
Si	-0.031	0.013	0.01
Si	-0.03	0.009	0.005
Si	-0.004	0.011	-0.023
Si	-0.015	0.009	0.002
Si	0.007	-0.018	0.002
Si	0.016	-0.009	-0.017
Si	0.002	0.016	-0.01
Si	-0.008	0.038	-0.026
Si	-0.011	0.014	-0.009
Si	0.012	-0.004	-0.021
Si	0.012	0.015	-0.002
Si	0.003	-0.028	-0.016
Si	0.001	0.003	-0.016
Si	0.019	-0.012	0.009
Si	0	-0.035	0.014
Si	-0.028	-0.007	-0.019
Si	-0.016	0.018	-0.017
Si	0.011	0.015	-0.012
Si	-0.013	-0.018	-0.013
Si	0.019	-0.01	0.004
Si	0.017	-0.004	-0.006
Si	-0.008	0.019	-0.002
Si	-0.009	0.027	-0.018
Si	-0.004	0.014	-0.026
Si	0.007	0.013	-0.005
Si	-0.008	-0.009	-0.002
Si	0.015	-0.021	-0.021
Si	0.008	0.005	-0.006
Si	-0.009	0.009	0.014
Si	-0.001	-0.023	0.006
Si	0.003	0.009	0.007
Si	-0.012	0	-0.006
Si	-0.029	-0.004	-0.017
Si	-0.003	-0.019	0.006
Si	0.009	-0.001	0.009
Si	0.025	-0.006	-0.013
Si	0.014	0.009	-0.043
Si	-0.004	0.019	-0.003
Si	-0.029	0.022	-0.002
Si	-0.005	0.004	-0.008
Si	0.019	-0.006	-0.015
Si	-0.013	0	-0.014
Si	-0.024	-0.017	-0.018
Si	-0.01	0.01	-0.015
Si	-0.007	0.018	-0.026
Si	-0.017	-0.005	-0.004
Si	-0.007	-0.023	-0.029
Si	0.019	0.01	-0.014
Si	0.028	0.004	-0.009
Si	0.012	0.006	-0.019
Si	0.018	0.021	-0.03
Si	0.009	0.022	-0.005
Si	-0.001	-0.004	-0.021
Si	-0.011	0.005	-0.02
Si	0.01	-0.03	-0.015
Si	0.007	-0.002	-0.01
Si	0.006	-0.005	-0.027
Si	0.019	0.002	0.004
Si	0.01	0.009	-0.007
Si	-0.009	0.011	-0.007
Si	0.003	-0.001	-0.013
Si	0.007	-0.009	0.007
Si	0.014	-0.025	-0.033
Si	0.021	-0.02	-0.021
Si	0.012	0.001	0.003
Si	0.001	0.031	0.012
Si	-0.005	0.009	0.001
Si	-0.011	-0.02	-0.001
Si	-0.027	-0.01	-0.029
Si	0.005	-0.008	-0.015
Si	0.012	-0.003	-0.022
Si	-0.004	-0.009	-0.008
Si	0.018	0.015	-0.002
Si	0.009	0.004	0.006
Si	-0.002	0.021	-0.026
Si	0.01	0.012	0
Si	-0.004	0.004	-0.022
Si	0.013	0.007	-0.003
Si	0.008	0.002	-0.005
Si	-0.003	-0.009	-0.016
Si	-0.031	0.013	-0.042
Si	0.024	0.022	-0.006
Si	0.021	0.02	-0.006
Si	-0.006	-0.006	0.005
Si	0.014	-0.014	-0.025
Si	0.005	-0.012	-0.003
Si	-0.002	-0.005	-0.021
Si	0.014	-0.015	-0.013
Si	0.027	0.016	-0.001
Si	0.006	-0.007	0.005
Si	-0.011	-0.005	-0.014
Si	-0.001	-0.002	0.003
Si	-0.018	-0.014	-0.017
Si	-0.015	0.002	-0.008
Si	0.022	0.018	-0.019
Si	-0.007	-0.015	0.006
Si	-0.008	-0.003	0.006
Si	0.007	0.004	0.009
Si	-0.014	-0.016	-0.001
Si	0.015	-0.011	-0.006
Si	0.003	0.025	-0.017
Si	0.004	-0.015	-0.006
Si	0.001	-0.002	-0.014
Si	-0.012	0	0
Si	0.006	-0.026	-0.004
Si	-0.004	0.009	-0.014
Si	-0.006	-0.001	-0.005
Si	0.02	0.003	0.014
Si	-0.02	0.03	-0.01
Si	0.007	0.027	-0.001
Si	0.016	-0.003	-0.008
Si	-0.014	-0.006	-0.011
Si	-0.013	0.019	-0.007
Si	0.006	0.005	-0.012
Si	0.004	0.007	0.002
Si	0.001	0.016	-0.01
Si	-0.008	-0.009	-0.011
Si	0.006	0.015	-0.016
Si	0.03	0	-0.012
Si	0.002	-0.003	-0.017
Si	0.028	-0.012	-0.016
Si	-0.004	0.009	0.002
Si	0.009	-0.006	-0.009
Si	-0.006	-0.011	0.001
Si	-0.005	-0.016	0.002
Si	0.015	0.012	0.006
Si	0.007	0.005	-0.005
Si	0.001	0.009	-0.01
Si	-0.005	0.003	-0.009
Si	0.008	-0.012	-0.003
Si	0.001	-0.001	-0.011
Si	0.007	0.02	-0.011
Si	0.003	-0.015	-0.019
Si	-0.004	0.009	0
Si	-0.011	-0.032	-0.009
Si	0.016	0.012	-0.012
Si	-0.003	0.027	-0.007
Si	0.01	-0.014	-0.02
Si	-0.008	0.003	-0.014
Si	0.001	0.003	-0.021
Si	-0.018	-0.019	-0.029
Si	0.021	-0.005	-0.011
Si	-0.021	-0.025	-0.013
Si	0.002	-0.025	-0.004
Si	0.021	0.02	-0.02
Si	0.006	-0.012	-0.02
Si	-0.008	0.009	-0.012
Si	0.008	-0.01	-0.012
Si	-0.011	-0.008	-0.012
Si	0.021	0.011	-0.001
Si	-0.008	0.003	-0.004
Si	0.004	-0.016	0.002
Si	-0.018	-0.012	-0.006
Si	-0.016	0.025	-0.009
Si	0.021	0.013	-0.001
Si	-0.014	-0.009	-0.006
Si	-0.008	-0.016	-0.009
Si	-0.004	-0.005	-0.005
Si	0.003	-0.009	0.001
Si	0.029	-0.005	-0.005
Si	-0.017	-0.01	-0.01
Si	0.019	-0.015	-0.017
Si	0.005	0.047	-0.001
Si	0.006	-0.001	-0.017
Si	-0.007	-0.008	-0.009
Si	0.013	-0.022	-0.008
